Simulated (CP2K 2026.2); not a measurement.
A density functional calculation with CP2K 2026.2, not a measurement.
Periodic cell of 2016 atoms, Si1440O576, from a study of silicon, its oxide and their interface. The atomic structure is a simulated model.
Doubt: the forces sum to 3.61 eV/angstrom along one axis rather than to zero, so they err by at least 0.0018 eV/angstrom per atom on average; the grid cutoff is modest.

Settings
functional: PBE
method: Gaussian and plane waves
basis set: DZVP-MOLOPT-SR-GTH
pseudopotentials: GTH-PBE
grid cutoff: 350 Ry, relative cutoff 50 Ry
k points: Gamma only
occupations: fixed
spin: none
net charge: 0

Cell vectors (angstrom)
a 65.28 0 0
b 0 16.32 0
c -7.7351 -0.7447 33.4026

Atoms and the computed forces on them: element, x, y, z (angstrom), force x, y, z (eV/angstrom)
Si 1.088 15.204 0.167 0.289 -0.202 0.718
Si -3.93 0.941 33.391 0.077 -0.169 0.735
Si -6.204 3.107 33.37 -0.09 0.112 0.687
Si 4.438 6.562 0.001 -0.226 0.006 0.691
Si 1.1 9.704 0.082 0.037 -0.267 0.709
Si -3.753 11.127 33.264 -0.067 0.333 0.631
Si 6.962 14.718 0.012 -0.219 0.027 0.748
Si 1.933 0.245 33.38 -0.066 0.191 0.726
Si -1.127 3.544 33.329 0.109 -0.184 0.709
Si 1.909 5.649 33.305 0.025 0.275 0.669
Si 6.418 9.842 0.018 0.115 -0.108 0.716
Si 58.083 12.608 0.142 0.226 -0.133 0.82
Si 60.952 15.165 0.168 0.095 -0.159 0.7
Si 64.018 0.991 0.353 -0.097 0.32 0.713
Si 60.813 4.429 0.222 0.201 -0.275 0.738
Si 63.303 6.935 0.106 0.341 -0.04 0.679
Si 61.272 9.287 0.277 0.025 0.109 0.638
Si 64.225 11.939 0.193 -0.145 0.044 0.779
Si 2.697 0.084 1.351 -0.001 0.021 -0.066
Si 5.416 2.77 1.289 -0.005 0.011 -0.048
Si 2.745 5.425 1.248 0.028 0.001 -0.061
Si 5.478 8.148 1.357 -0.014 0.009 -0.032
Si 2.63 10.817 1.453 -0.029 -0.014 -0.055
Si 5.245 13.545 1.131 0.017 -0.009 -0.026
Si 8.139 16.22 1.37 0 -0.014 -0.052
Si 59.822 2.691 1.432 0.005 -0.007 -0.039
Si 8.144 5.364 1.355 -0.024 0.004 -0.056
Si 59.717 8.141 1.551 -0.002 -0.025 -0.044
Si 8.019 10.939 1.333 -0.005 -0.004 -0.061
Si 59.784 13.597 1.435 -0.009 0.006 -0.08
Si 62.464 16.218 1.625 -0.033 -0.001 -0.044
Si -0.053 2.743 1.358 0.015 0.009 -0.09
Si 62.355 5.482 1.63 -0.009 -0.013 -0.037
Si -0.132 8.042 1.205 -0.046 -0.003 -0.062
Si 62.572 10.835 1.457 -0.012 -0.014 -0.048
Si 0.05 13.543 1.478 -0.008 -0.003 -0.053
Si 1.326 1.407 2.753 0.008 0.021 0.018
Si 4.08 4.111 2.695 -0.004 -0.006 0.032
Si 1.317 6.767 2.591 0.013 0.02 0.009
Si 4.047 9.447 2.721 0.005 0.002 0.023
Si 1.395 12.232 2.843 -0.004 -0.013 0.023
Si 4.052 14.959 2.617 0.001 0.001 0.009
Si 6.767 1.35 2.624 -0.002 0.016 -0.007
Si 9.468 3.985 2.687 0.011 0.006 0.019
Si 6.857 6.815 2.698 0.002 -0.013 0.024
Si 9.5 9.503 2.501 0.014 -0.028 -0.006
Si 6.637 12.283 2.654 -0.013 0.034 0.03
Si 58.497 14.951 2.879 0.002 -0.015 0.043
Si 61.18 1.395 2.866 -0.01 0.008 0.038
Si 63.879 4.093 2.755 0.001 -0.03 -0.007
Si 61.055 6.831 2.981 0 0.021 0.037
Si 63.927 9.43 2.753 0.011 -0.022 0.023
Si 61.187 12.23 2.757 0.009 0.017 0.007
Si 63.905 14.854 2.849 0.033 -0.006 0.019
Si -0.01 -0.002 4.112 0.007 0.019 -0.027
Si 2.721 2.753 4.08 -0.006 -0.002 -0.013
Si -0.001 5.453 4.059 0 0.017 -0.006
Si 2.653 8.111 4.037 -0.007 -0.009 0.008
Si -0.01 10.833 4.117 -0.008 -0.013 -0.02
Si 2.755 13.64 4.101 0.01 0 0.004
Si 5.421 -0.011 3.998 -0.008 -0.017 -0.002
Si 8.108 2.671 4.048 0.003 0.005 0.011
Si 5.447 5.469 4.042 -0.015 -0.003 -0.012
Si 8.212 8.188 4.001 0.009 0.004 0.011
Si 5.388 10.87 4.052 0.014 0.002 -0.02
Si 8.083 13.583 4.027 -0.01 -0.001 -0.007
Si 59.834 0.016 4.216 -0.005 -0.002 -0.012
Si 62.568 2.744 4.175 -0.011 0.001 -0.003
Si 59.78 5.395 4.281 -0.008 0.009 -0.003
Si 62.544 8.174 4.193 -0.005 0.007 -0.023
Si 59.835 10.905 4.156 0.005 0.011 0.006
Si 62.528 13.545 4.184 -0.013 -0.009 0.016
Si 1.404 15.02 16.269 0.008 -0.003 -0.02
Si 4.103 1.464 16.296 0.017 -0.004 0.003
Si 1.384 4.166 16.334 0.002 0.001 -0.003
Si 4.1 6.82 16.342 -0.008 -0.011 -0.002
Si 1.346 9.531 16.324 -0.023 -0.019 -0.004
Si 4.123 12.29 16.231 0.013 -0.006 -0.018
Si 6.856 15.047 16.206 0.009 0 -0.019
Si 58.512 1.428 16.31 -0.003 0.001 -0.009
Si 6.78 4.135 16.311 -0.008 0.005 -0.006
Si 58.508 6.886 16.399 0.018 -0.006 0.009
Si 6.841 9.55 16.281 -0.011 -0.005 -0.016
Si 58.528 12.256 16.419 0.007 0.025 0.018
Si 61.249 15.003 16.312 -0.018 -0.003 -0.007
Si -1.31 1.46 16.317 0.01 -0.004 -0.006
Si 61.257 4.152 16.34 0.016 -0.008 -0.006
Si -1.322 6.897 16.402 0.012 0.005 0.004
Si 61.199 9.548 16.422 -0.017 0.015 0.008
Si -1.327 12.264 16.352 0.01 -0.004 0.008
Si 2.74 0.09 17.609 -0.004 0.003 0.021
Si 5.418 2.813 17.729 -0.028 0.013 0.012
Si 2.75 5.465 17.745 -0.001 0.004 -0.012
Si 5.461 8.216 17.652 0.014 -0.002 -0.003
Si 2.731 10.939 17.554 0.014 0.009 -0.037
Si 5.519 13.669 17.516 -0.021 -0.009 0
Si 8.137 0.093 17.625 -0.011 -0.008 0
Si 59.888 2.787 17.656 -0.009 -0.01 0.011
Si 8.111 5.54 17.628 -0.001 0.015 0.007
Si 59.835 8.225 17.854 -0.034 -0.026 -0.005
Si 8.247 10.888 17.605 0.009 -0.01 0.003
Si 59.954 13.639 17.722 0.022 -0.005 0.023
Si -2.684 0.093 17.623 -0.007 0.01 -0.012
Si 0.003 2.857 17.703 -0.017 0.003 0.013
Si -2.698 5.533 17.729 -0.018 -0.008 -0.029
Si 0.032 8.235 17.825 -0.021 0.016 0.028
Si -2.67 10.887 17.74 0.001 -0.003 -0.002
Si 0.061 13.67 17.636 -0.006 -0.009 0.018
Si 1.384 1.468 18.979 0.032 -0.033 -0.032
Si 4.057 4.122 19.192 0.008 -0.013 -0.017
Si 1.432 6.823 19.137 -0.012 0.004 -0.02
Si 4.058 9.613 18.918 -0.01 -0.013 -0.007
Si 1.443 12.289 18.945 0.017 -0.019 -0.014
Si 4.175 15.03 18.851 -0.002 0.012 -0.055
Si 6.761 1.402 19.033 0.004 -0.034 -0.013
Si 58.531 4.194 18.954 0.021 0.008 -0.042
Si 6.772 6.876 19.07 -0.009 -0.016 -0.023
Si 58.422 9.55 19.266 -0.014 0.014 0.004
Si 6.889 12.312 18.84 0.007 0.005 -0.029
Si 9.51 15.092 18.971 -0.002 -0.007 -0.03
Si -4.002 1.455 19.012 0.003 0.002 -0.019
Si -1.336 4.241 19.123 0.03 -0.021 -0.009
Si -4.027 6.848 19.163 -0.003 0.024 0.005
Si -1.347 9.608 19.227 -0.013 -0.031 -0.029
Si -3.96 12.266 19.118 -0.02 -0.007 -0.01
Si -1.306 15.071 18.937 -0.031 0.029 -0.019
Si -0.028 0.157 20.293 -0.007 0.013 0.042
Si 2.701 2.665 20.518 0.006 0.006 0.089
Si 0.081 5.495 20.576 -0.011 0.002 0.051
Si 2.784 8.291 20.394 -0.001 0.009 0.054
Si 0.102 11.095 20.447 -0.024 -0.005 0.018
Si 2.846 13.684 20.185 0.004 0.009 0.047
Si 5.405 -0.008 20.369 -0.002 0.013 0.054
Si 8.187 2.804 20.233 -0.003 0.014 0.036
Si 5.379 5.566 20.53 0.003 0.028 0.049
Si 8.195 8.24 20.406 0.017 0.008 0.06
Si 5.446 11.038 20.123 -0.001 0.031 0.042
Si 8.165 13.669 20.25 0.009 -0.001 0.047
Si 59.978 0.084 20.39 0.008 -0.024 0.048
Si -2.75 2.879 20.416 -0.005 -0.019 0.053
Si 59.803 5.522 20.444 -0.023 -0.01 0.054
Si -2.667 8.116 20.627 0.03 0.029 0.016
Si 59.882 10.964 20.521 -0.02 -0.002 0.024
Si -2.484 13.68 20.377 -0.012 -0.044 0.046
Si 1.487 15.114 21.395 0.029 0.041 -0.456
Si 3.734 0.907 21.761 0.027 0.153 -0.732
Si 1.09 3.765 21.845 0.225 0.179 -0.76
Si 4.396 7.349 21.821 -0.282 -0.432 -0.642
Si 1.24 9.49 21.681 0.223 0.167 -0.73
Si 4.412 12.584 21.536 -0.135 -0.064 -0.744
Si 6.626 14.748 21.61 0.066 0.181 -0.705
Si 58.718 1.685 21.534 0.04 -0.214 -0.711
Si 7.014 4.277 21.576 -0.195 0.038 -0.697
Si 58.124 6.587 21.721 0.167 0.148 -0.756
Si 6.616 9.594 21.472 0.339 0.083 -0.676
Si 9.653 12.614 21.7 -0.161 -0.289 -0.727
Si -4.069 14.802 21.628 0.156 0.342 -0.645
Si -1.229 1.66 21.682 -0.127 -0.174 -0.7
Si -4.39 3.929 21.782 0.221 0.186 -0.675
Si -0.905 7.136 21.984 -0.352 -0.308 -0.665
Si -3.964 9.647 21.842 -0.156 -0.21 -0.71
Si -0.686 12.91 21.772 -0.181 -0.146 -0.708
Si -2.528 15.432 31.298 -0.002 0.086 0.125
Si 51.309 6.683 28.91 -0.125 -0.009 0.133
Si 2.944 10.951 23.846 0.007 -0.095 0.079
Si -3.992 12.865 25.515 0.01 -0.015 -0.011
Si 55.673 6.817 27.068 -0.072 -0.031 -0.03
Si -1.58 11.557 26.367 -0.059 -0.022 -0.064
Si 2.127 3.764 29.383 -0.083 0.086 0.002
Si 58.424 3.85 25.515 -0.068 -0.064 0.009
Si 57.287 -0.128 23.615 -0.037 -0.043 -0.114
Si -5.491 7.978 23.959 0.044 -0.046 -0.078
Si -2.858 9.901 28.664 0.058 0.023 -0.013
Si 58.532 8.028 26.752 -0.078 -0.064 0.006
Si 52.679 0.416 24.705 -0.161 -0.021 -0.142
Si 54.673 12.548 31.476 -0.103 -0.026 0.157
Si -0.871 3.564 26.187 0.065 0.122 -0.077
Si -2.375 11.413 23.691 0.008 -0.022 -0.053
Si 5.242 2.789 23.675 -0.008 -0.098 -0.196
Si 56.14 1.177 31.03 0.026 -0.068 -0.067
Si -0.532 6.297 25.029 0.018 -0.004 -0.07
Si 58.518 3.082 28.478 -0.056 -0.053 0.023
Si 49.646 15.446 27.744 0.112 -0.037 0.088
Si -3.046 0.222 23.865 0.012 -0.063 -0.026
Si 55.071 10.602 27.667 0.133 0.028 0.003
Si 2.298 6.637 26.105 -0.105 -0.004 -0.06
Si 4.342 8.296 24.669 0.012 -0.028 -0.219
Si 49.554 2.115 31.428 0.03 0.018 0.098
Si -2.542 5.61 26.933 -0.001 0.037 -0.03
Si -5.088 7.26 31.371 0.038 0.011 0.099
Si 50.248 3.749 29.002 -0.057 0.033 -0.08
Si 55.005 3.96 31.391 -0.192 0.111 0.199
Si -0.577 8.741 30.436 0.058 0.059 0.066
Si 56.095 4.521 28.965 0 0.017 -0.004
Si -4.357 7.447 28.341 -0.077 -0.021 0.016
Si -5.116 11.399 30.319 0 -0.103 0.214
Si 2.717 4.006 24.474 -0.122 -0.111 -0.042
Si 51.588 13.162 28.517 -0.069 -0.013 -0.042
Si 57.187 11.528 23.867 -0.005 0.039 -0.084
Si 50.471 1.815 26.372 0.166 0.078 0.089
Si 53.93 8.319 28.874 -0.069 0.01 -0.02
Si 57.863 10.496 28.646 -0.004 -0.015 0.166
Si 54.569 13.408 28.727 0.038 -0.089 0.035
Si -6.827 4.752 30.769 -0.004 -0.109 0.012
Si -6.781 0.279 29.51 -0.024 0.037 0.087
Si 50.43 11.165 30.495 0.001 0.044 0.044
Si 52.934 9.898 31.054 -0.017 0.046 0.113
Si 59.164 14.901 25.381 -0.013 -0.048 0.021
Si -4.398 5.309 24.507 0.016 -0.056 -0.042
Si -5.299 1.295 25.449 0.136 0.019 -0.06
Si 58.602 12.225 26.386 0.019 0.046 -0.099
Si 55.854 -0.197 28.46 0.027 -0.083 0.135
Si 6.72 1.614 26.021 0.1 -0.084 -0.091
Si -1.076 0.364 28.864 0.123 0.013 0.127
Si -5.234 14.255 30.779 -0.086 0.139 0.042
Si 1.389 12.679 26.05 0.029 0.105 -0.123
Si 1.372 14.977 5.459 -0.003 -0.008 0.01
Si 4.081 1.357 5.397 0.012 0.002 -0.002
Si 1.36 4.107 5.439 0 -0.013 0.005
Si 4.061 6.799 5.403 0.01 0.014 0.004
Si 1.364 9.494 5.454 0.001 -0.001 0.005
Si 4.085 12.249 5.446 0.002 0.004 0.004
Si 6.784 14.981 5.398 0.009 0.003 0.002
Si 9.5 1.348 5.402 -0.005 -0.012 0.008
Si 6.787 4.083 5.395 0 0.003 0.008
Si 9.53 6.8 5.363 0.008 -0.001 0.009
Si 6.815 9.533 5.367 -0.005 -0.01 0.005
Si 9.489 12.208 5.33 0.01 -0.009 -0.002
Si 61.207 14.959 5.53 0.008 0.016 0.008
Si 63.926 1.358 5.492 0.017 -0.004 0.012
Si 61.212 4.077 5.567 0.006 -0.018 0.003
Si 63.933 6.793 5.479 0.011 -0.011 -0.014
Si 61.194 9.552 5.525 0.001 -0.01 0.003
Si 63.913 12.191 5.498 -0.007 -0.01 0.003
Si 2.734 0.022 6.802 -0.005 -0.001 -0.004
Si 5.438 2.725 6.764 -0.002 -0.004 -0.002
Si 2.726 5.456 6.799 -0.012 0.007 -0.007
Si 5.441 8.179 6.737 -0.007 0.005 0.001
Si 2.719 10.886 6.795 -0.005 0.003 0.003
Si 5.452 13.616 6.784 0.003 -0.005 -0.001
Si 8.15 0.005 6.772 -0.008 0 0.009
Si 10.881 2.744 6.715 -0.002 0.003 -0.004
Si 8.161 5.454 6.736 -0.001 0.002 0
Si 10.874 8.167 6.733 -0.005 -0.006 0.002
Si 8.163 10.88 6.75 0.003 0 -0.002
Si 10.843 13.584 6.719 -0.015 0.007 -0.006
Si 62.573 0.007 6.867 -0.003 0.005 0.001
Si 0.014 2.742 6.818 -0.007 0.001 -0.003
Si 62.583 5.454 6.872 0.001 -0.001 0.008
Si 0.005 8.162 6.834 -0.001 0.008 -0.001
Si 62.554 10.888 6.89 0.001 0 0
Si 0.008 13.599 6.808 0.002 0.006 -0.007
Si 1.381 1.384 8.168 0.01 0.001 0
Si 4.094 4.092 8.139 -0.003 -0.02 -0.002
Si 1.379 6.815 8.177 -0.001 -0.005 0.002
Si 4.102 9.537 8.135 0.014 0.009 -0.003
Si 1.37 12.248 8.168 -0.007 -0.01 -0.005
Si 4.096 14.977 8.152 0.01 -0.009 -0.007
Si 6.807 1.382 8.13 0.007 -0.003 -0.004
Si 9.531 4.103 8.097 0.011 0.009 -0.002
Si 6.805 6.821 8.102 -0.008 -0.011 -0.006
Si 9.524 9.526 8.111 -0.003 -0.009 -0.001
Si 6.823 12.255 8.128 0.011 0.016 -0.002
Si 9.521 14.961 8.111 -0.009 -0.007 0.002
Si 61.212 1.358 8.24 -0.003 -0.003 -0.002
Si -1.338 4.089 8.206 0.013 0 0
Si 61.213 6.82 8.218 0.009 0.004 0.001
Si -1.348 9.522 8.208 -0.009 -0.011 0.005
Si 61.2 12.26 8.233 0.006 0.008 -0.003
Si -1.335 14.963 8.194 -0.003 0.003 0
Si 0.022 0.026 9.535 0.002 -0.002 -0.001
Si 2.739 2.751 9.517 -0.003 0.007 0.002
Si 0.018 5.467 9.545 -0.002 -0.012 0.006
Si 2.742 8.189 9.514 -0.003 0.001 -0.002
Si 0.014 10.901 9.544 -0.005 0.012 0
Si 2.736 13.618 9.516 -0.007 0.007 -0.003
Si 5.457 0.027 9.501 -0.003 0.008 0
Si 8.176 2.751 9.475 -0.012 -0.007 -0.003
Si 5.458 5.468 9.484 -0.002 0.007 -0.005
Si 8.163 8.176 9.477 -0.004 0.006 -0.001
Si 5.459 10.903 9.495 0 0.001 0.001
Si 8.176 13.62 9.492 0.005 -0.002 0.001
Si 59.84 0.009 9.592 -0.006 0.002 -0.003
Si 62.577 2.741 9.57 -0.005 0.001 0
Si 59.859 5.465 9.588 0.003 -0.01 0.006
Si 62.569 8.181 9.572 0.005 -0.003 0.005
Si 59.837 10.895 9.579 -0.005 0.003 -0.006
Si 62.576 13.623 9.565 -0.008 0.009 -0.001
Si 1.386 14.986 10.882 0.006 -0.003 0.003
Si 4.109 1.397 10.864 0 -0.015 -0.002
Si 1.385 4.111 10.884 0.006 -0.003 -0.003
Si 4.106 6.829 10.859 0.002 -0.007 0
Si 1.383 9.545 10.889 -0.002 0.007 0.002
Si 4.104 12.263 10.869 0.009 0.002 0.002
Si 6.827 14.993 10.853 0.004 -0.009 0
Si 9.538 1.396 10.838 0.003 0 -0.002
Si 6.829 4.121 10.844 0.006 -0.005 -0.002
Si 9.533 6.83 10.842 -0.006 -0.002 -0.003
Si 6.82 9.543 10.853 0.003 0 0.003
Si 9.55 12.267 10.839 0.002 0.003 -0.001
Si 61.219 14.977 10.932 0.001 -0.008 0
Si -1.332 1.386 10.911 0.004 -0.005 0.005
Si 61.225 4.108 10.935 0.008 0.001 0.005
Si -1.34 6.827 10.913 -0.006 -0.002 0
Si 61.206 9.542 10.928 0 0.003 -0.002
Si -1.343 12.261 10.912 -0.003 0.004 0.003
Si 2.742 0.05 12.222 0.005 0.004 0.002
Si 5.467 2.773 12.211 0 0.002 0.002
Si 2.736 5.486 12.226 -0.01 -0.009 -0.004
Si 5.462 8.187 12.224 -0.008 -0.001 -0.001
Si 2.748 10.904 12.242 -0.012 0.002 0.001
Si 5.466 13.641 12.213 0.001 0.008 0.003
Si 8.186 0.044 12.209 -0.005 0.002 0.005
Si 10.886 2.764 12.214 -0.005 -0.009 0
Si 8.186 5.475 12.219 -0.006 0.007 -0.004
Si 10.894 8.193 12.206 -0.01 0.004 -0.003
Si 8.192 10.912 12.199 0.003 0.007 -0.001
Si 10.913 13.636 12.195 -0.005 0.003 -0.002
Si -2.697 0.032 12.271 -0.013 -0.002 0.001
Si 0.023 2.772 12.255 0.01 0.01 0
Si -2.701 5.485 12.284 0.005 -0.006 0.004
Si 0.014 8.201 12.261 -0.004 -0.01 0.002
Si -2.711 10.908 12.273 -0.007 0.001 0.002
Si 0.026 13.633 12.25 -0.007 0.008 -0.002
Si 1.392 1.415 13.593 0.007 -0.012 -0.004
Si 4.096 4.131 13.571 -0.001 0.016 -0.002
Si 1.383 6.843 13.602 -0.004 0 0.004
Si 4.101 9.535 13.6 0.011 -0.007 0.004
Si 1.383 12.265 13.598 0.007 0.002 0.004
Si 4.115 15.023 13.565 -0.004 -0.004 -0.001
Si 6.841 1.429 13.566 -0.003 -0.007 0.006
Si 9.549 4.136 13.599 -0.006 -0.005 0
Si 6.826 6.832 13.582 0.007 -0.004 0.005
Si 9.556 9.57 13.569 -0.003 -0.001 0.005
Si 6.837 12.277 13.555 0.003 -0.001 0
Si 9.567 15.007 13.554 0.019 -0.013 0.003
Si 61.23 1.401 13.632 0.007 -0.002 0.006
Si -1.319 4.148 13.627 -0.002 -0.009 0
Si 61.224 6.844 13.658 0.004 -0.005 0.003
Si -1.36 9.551 13.63 -0.008 0.02 0.004
Si 61.222 12.259 13.651 -0.008 0.007 0.008
Si -1.326 14.997 13.617 0.009 -0.012 0.006
Si 0.029 0.07 14.952 -0.004 0.009 0.004
Si 2.73 2.801 14.947 -0.007 -0.001 0.007
Si 0.02 5.531 15 0 0.002 0.001
Si 2.735 8.18 14.98 -0.003 -0.005 -0.003
Si 0.011 10.909 14.967 -0.007 -0.003 0.002
Si 2.754 13.658 14.907 -0.002 0.001 0.001
Si 5.46 0.096 14.914 -0.004 0.004 0.003
Si 8.181 2.787 14.96 -0.002 0.002 0.006
Si 5.442 5.483 14.938 -0.007 0.001 0.002
Si 8.199 8.205 14.919 -0.004 -0.001 0
Si 5.487 10.909 14.913 -0.006 0.006 -0.009
Si 8.209 13.644 14.897 -0.007 -0.003 -0.007
Si 59.862 0.033 14.975 -0.001 -0.002 0.003
Si -2.685 2.79 14.964 -0.005 0.004 0.002
Si 59.855 5.505 15.024 -0.011 0.001 0.004
Si -2.711 8.212 15.031 -0.01 -0.015 0.004
Si 59.866 10.906 15.033 -0.01 -0.019 0.005
Si -2.675 13.627 14.978 -0.004 0.011 0.003
Si 17.309 15.187 0.079 0.208 -0.091 0.764
Si 20.168 1.421 0.027 0.191 -0.025 0.707
Si 10.457 3.116 33.338 -0.298 0.038 0.738
Si 20.807 6.538 0.159 -0.071 0.01 0.734
Si 17.39 9.742 0.09 0.159 -0.012 0.744
Si 12.987 11.359 33.401 -0.166 0.136 0.648
Si 23.479 14.987 0.172 -0.262 -0.009 0.675
Si 26.303 1.168 0.104 -0.173 0.058 0.712
Si 22.95 4.269 0.022 0.085 -0.143 0.708
Si 18.287 5.706 33.347 -0.179 0.332 0.669
Si 22.878 9.799 0.151 0.138 -0.067 0.74
Si 1.399 11.73 33.38 0.163 -0.05 0.706
Si 11.996 15.218 0.001 0.085 -0.178 0.708
Si 15.103 1.114 0.074 -0.044 0.271 0.721
Si 4.16 3.43 33.274 0.2 -0.09 0.694
Si 7.002 6.112 33.311 0.193 -0.16 0.674
Si 4.848 8.442 33.147 -0.302 0.26 0.759
Si 15.294 12.043 0.081 -0.243 0.022 0.69
Si 18.952 -0.027 1.367 -0.008 0.002 -0.06
Si 21.786 2.648 1.275 -0.024 -0.002 -0.049
Si 19.19 5.381 1.407 0.001 0.007 -0.056
Si 21.852 8.16 1.465 0.008 -0.004 -0.042
Si 19.071 10.927 1.269 -0.002 0.005 -0.014
Si 21.821 13.713 1.326 0.012 0.022 -0.043
Si 24.697 0.098 1.485 0.037 0.028 -0.046
Si 10.781 2.647 1.26 0.009 -0.023 -0.017
Si 24.505 5.392 1.383 -0.019 -0.004 -0.041
Si 10.836 8.141 1.025 0.028 -0.033 -0.055
Si 24.474 10.991 1.377 0.001 0.014 -0.078
Si 10.818 13.584 1.228 -0.02 0.004 -0.062
Si 13.547 -0.011 1.401 -0.014 -0.005 -0.036
Si 16.376 2.792 1.15 0.028 -0.014 -0.062
Si 13.507 5.349 1.204 -0.029 0.001 -0.047
Si 16.263 8.081 1.296 -0.01 0.006 -0.04
Si 13.601 10.815 1.172 0.01 -0.022 -0.072
Si 16.335 13.587 1.468 -0.01 -0.014 -0.058
Si 17.629 1.412 2.663 -0.009 0.028 0.038
Si 20.494 4.001 2.753 0.008 -0.02 0.036
Si 17.706 6.771 2.628 0.016 0.002 -0.008
Si 20.375 9.525 2.689 0.003 0.038 0.004
Si 17.765 12.251 2.733 0.002 -0.024 0.025
Si 20.387 14.976 2.686 -0.005 -0.007 -0.005
Si 23.177 1.39 2.7 -0.011 0.022 0.023
Si 25.893 4.021 2.706 -0.004 0.003 0.005
Si 23.231 6.807 2.775 -0.003 -0.028 0.022
Si 25.865 9.545 2.614 0.006 -0.026 -0.009
Si 23.124 12.329 2.753 -0.016 0.019 0.026
Si 9.516 14.903 2.717 0.006 -0.014 0.035
Si 12.201 1.395 2.686 -0.001 0.009 0.017
Si 14.963 4.078 2.558 0.001 -0.019 0.003
Si 12.161 6.794 2.533 -0.011 0.023 0.016
Si 14.911 9.474 2.644 0.001 0.014 0.027
Si 12.216 12.193 2.535 0.032 0.019 0.019
Si 14.891 14.924 2.742 0.016 0.013 0.022
Si 16.279 0.025 4.028 0.008 0.01 -0.024
Si 19.036 2.703 4.062 0 -0.001 -0.017
Si 16.304 5.432 3.969 -0.006 -0.002 -0.002
Si 19.021 8.151 4.027 0.005 0.001 0.017
Si 16.316 10.853 3.99 -0.004 -0.003 -0.014
Si 19.079 13.619 4.092 -0.002 -0.005 0.011
Si 21.779 0.016 4.029 -0.004 -0.006 -0.008
Si 24.511 2.725 4.094 0.032 -0.012 0.002
Si 21.823 5.427 4.079 -0.006 -0.017 -0.011
Si 24.566 8.196 4.073 0.006 0.006 0.007
Si 21.751 10.905 4.048 0.014 0.001 -0.025
Si 24.519 13.637 4.119 0.004 -0.02 -0.015
Si 10.861 -0.004 4.039 -0.008 -0.008 -0.016
Si 13.613 2.747 3.989 -0.011 0.008 0.004
Si 10.849 5.431 3.96 0.009 0.013 -0.003
Si 13.526 8.126 3.972 -0.017 -0.001 -0.018
Si 10.848 10.853 3.915 -0.019 0.008 0
Si 13.53 13.533 4.012 -0.022 -0.018 0.01
Si 17.652 15.023 16.357 0 0.008 -0.002
Si 20.367 1.348 16.282 -0.007 -0.019 -0.01
Si 17.656 4.129 16.298 0.017 -0.008 -0.003
Si 20.376 6.85 16.172 0.004 0.008 -0.03
Si 17.669 9.621 16.302 0.02 -0.008 -0.005
Si 20.365 12.301 16.272 0.003 0.001 -0.017
Si 23.079 14.942 16.285 -0.002 -0.016 0
Si 9.559 1.43 16.308 -0.003 0.014 0
Si 23.114 4.061 16.196 -0.009 0.008 -0.012
Si 9.543 6.879 16.319 -0.007 0.007 0.005
Si 23.121 9.54 16.238 0.008 0.003 -0.008
Si 9.573 12.297 16.273 -0.003 0.011 -0.003
Si 12.273 15.046 16.322 -0.001 0.015 -0.006
Si 14.955 1.429 16.334 -0.004 -0.003 -0.007
Si 12.305 4.154 16.345 0.027 -0.005 -0.003
Si 14.956 6.861 16.35 0.001 -0.008 0.003
Si 12.283 9.596 16.329 0.015 0.003 -0.004
Si 14.977 12.333 16.346 -0.003 0.019 -0.007
Si 19 0.068 17.73 -0.003 0.01 0.026
Si 21.778 2.697 17.567 0.021 0.014 -0.013
Si 19.071 5.513 17.563 -0.027 -0.005 0.016
Si 21.692 8.214 17.53 0.004 -0.003 0.027
Si 19.003 11.013 17.679 -0.016 0.008 0.002
Si 21.721 13.595 17.678 -0.003 0.01 0.025
Si 24.457 0 17.589 0.011 0.008 -0.008
Si 10.96 2.766 17.668 -0.01 -0.007 0.001
Si 24.494 5.43 17.494 0.013 -0.01 0.014
Si 10.935 8.228 17.686 -0.011 -0.006 -0.004
Si 24.516 10.858 17.604 -0.009 -0.007 0.009
Si 10.88 13.704 17.645 -0.005 -0.015 -0.001
Si 13.629 0.07 17.73 -0.02 -0.001 0.006
Si 16.276 2.819 17.703 -0.007 0.017 -0.003
Si 13.646 5.499 17.785 0.008 -0.006 -0.008
Si 16.298 8.29 17.661 -0.005 0.001 0.01
Si 13.616 10.993 17.708 -0.008 -0.006 0.017
Si 16.313 13.679 17.773 -0.016 0.006 -0.009
Si 17.634 1.516 19.078 0.017 -0.055 -0.032
Si 20.445 4.107 18.855 0.019 0.001 -0.02
Si 17.744 6.927 18.895 0.011 0.028 -0.035
Si 20.424 9.647 18.93 0.035 -0.01 -0.008
Si 17.676 12.339 19.165 0.03 -0.03 0.007
Si 20.352 14.969 19.061 -0.009 -0.007 -0.048
Si 23.118 1.351 18.964 -0.001 0 -0.014
Si 9.511 4.154 18.867 -0.005 0.006 -0.033
Si 23.088 6.807 18.754 -0.014 -0.013 -0.05
Si 9.581 9.57 19.053 -0.023 0.039 -0.023
Si 23.146 12.185 18.957 -0.016 0.016 -0.017
Si 25.776 14.973 18.967 0.006 -0.011 -0.037
Si 12.316 1.444 19.121 0.023 0.007 -0.006
Si 15.026 4.165 19.211 0.005 -0.009 -0.013
Si 12.258 6.888 19.101 0.017 -0.004 -0.012
Si 14.987 9.669 19.103 0.007 0.007 -0.032
Si 12.22 12.374 19.036 0.005 0 -0.015
Si 14.966 15.056 19.161 -0.015 0.028 0.009
Si 16.337 0.133 20.515 0.008 0.02 0.067
Si 19.048 2.969 20.316 -0.036 0.024 0.019
Si 16.519 5.639 20.393 0.015 -0.017 0.065
Si 19.068 8.318 20.25 -0.062 0.029 0.032
Si 16.357 10.996 20.593 -0.038 -0.016 0.036
Si 19.055 13.64 20.578 0.02 0.018 0.048
Si 21.731 0.058 20.345 0.013 0.002 0.055
Si 24.512 2.731 20.241 0.003 -0.009 0.064
Si 21.87 5.414 20.145 0.024 -0.022 0.044
Si 24.319 8.118 20.2 -0.01 0.034 0.036
Si 21.871 10.81 20.374 0.02 -0.021 0.062
Si 24.38 13.63 20.31 -0.034 0.005 0.03
Si 10.842 0.1 20.391 -0.01 0.001 0.026
Si 13.637 2.789 20.619 -0.003 0.004 0.037
Si 10.762 5.507 20.297 -0.012 0.008 0.037
Si 13.599 8.309 20.449 0.001 0.002 0.051
Si 10.854 11.02 20.411 0.002 -0.006 0.076
Si 13.531 13.716 20.489 -0.025 0.002 0.033
Si 18.009 15.411 21.819 -0.223 -0.372 -0.71
Si 20.191 1.378 21.539 0.279 0.06 -0.748
Si 18.341 4.804 21.705 -0.194 -0.136 -0.818
Si 20.586 6.929 21.308 0.022 0.046 -0.394
Si 17.619 9.373 21.821 0.147 0.227 -0.699
Si 20.744 12.361 21.687 -0.243 -0.051 -0.725
Si 22.776 14.741 21.662 0.211 0.081 -0.787
Si 9.667 1.693 21.66 -0.079 -0.188 -0.728
Si 23.405 4.306 21.563 -0.176 -0.086 -0.747
Si 9.167 6.533 21.723 0.119 0.136 -0.761
Si 22.851 9.091 21.787 0.102 0.185 -0.575
Si 25.977 12.441 21.516 -0.317 -0.378 -0.612
Si 11.876 14.851 21.783 0.252 0.134 -0.767
Si 15.108 1.488 22.028 -0.193 -0.008 -0.775
Si 11.834 3.95 21.636 0.219 -0.033 -0.692
Si 15.334 7.243 21.611 0.003 -0.033 -0.733
Si 12.41 9.901 21.748 -0.145 -0.185 -0.748
Si 14.642 12.127 21.821 0.258 0.153 -0.678
Si 14.148 15.482 31.299 -0.053 0.016 0.108
Si 3.254 6.289 29.008 0.109 -0.014 -0.095
Si 19.77 10.315 23.958 -0.095 -0.044 -0.13
Si 18.072 15.045 24.871 0.035 0.135 -0.033
Si 7.033 7.677 26.199 0.002 0.106 0.048
Si 15.849 11.156 26.357 -0.024 -0.066 -0.017
Si 15.675 3.983 28.526 0.075 -0.033 -0.002
Si 9.498 2.279 27.13 0.013 -0.087 -0.027
Si 8.288 -0.066 23.88 0.002 0.025 -0.166
Si 9.828 6.953 24.756 -0.072 -0.16 -0.013
Si 12.225 10.972 28.409 -0.064 0.043 -0.025
Si 10.63 9.572 24.358 0.029 0.12 -0.12
Si 1.808 2.118 26.725 0.065 -0.01 -0.054
Si 5.854 12.707 31.362 0.026 0.005 0.068
Si 16.682 3.555 23.894 -0.026 -0.029 -0.104
Si 14.209 13.178 24.627 0.061 -0.026 -0.093
Si 20.572 5.05 25.877 0.025 0.071 0.024
Si 5.89 1.885 31.155 -0.103 0.025 0.078
Si 14.807 6.001 24.354 0.055 -0.016 -0.03
Si 11.612 3.899 27.987 0.087 -0.095 0.013
Si 1.303 15.397 27.312 0.041 -0.05 -0.067
Si 13.449 -0.229 24.177 -0.001 -0.016 -0.082
Si 9.441 14.531 25.935 -0.024 -0.017 -0.048
Si 15.516 7.96 26.472 0.118 0.079 0.032
Si 21.445 8.116 25.424 -0.005 -0.06 -0.099
Si 0.564 1.938 31.12 -0.1 0.027 0.065
Si 13.578 6.134 27.801 0.007 -0.054 0.064
Si 11.339 7.384 31.418 0.039 -0.053 0.066
Si 0.958 6.239 30.437 0.024 -0.102 0.065
Si 7.462 4.511 30.574 -0.038 0.121 0.191
Si 15.995 8.96 30.758 -0.014 -0.067 0.087
Si 6.223 6.541 28.75 0.122 0.009 0.03
Si 13.208 8.466 29.466 -0.034 -0.115 -0.015
Si 12.803 12.809 30.593 -0.006 -0.016 0.184
Si 23.536 1.576 25.699 0.06 0.007 -0.077
Si 2.49 13.06 28.704 -0.115 0.125 0.004
Si 8.054 10.997 23.801 0.079 0.116 -0.045
Si -2.637 1.369 26.373 0.027 -0.166 -0.023
Si 7.07 9.203 28.822 0.008 -0.019 -0.098
Si 9.14 11.408 28.898 -0.034 0.048 0.023
Si 5.484 13.506 28.604 0.095 0.052 -0.072
Si 10.373 4.647 30.507 0.107 -0.068 0.176
Si 9.131 -0.184 28.644 0.052 -0.037 -0.033
Si 1.751 10.822 30.443 -0.048 0.02 0.109
Si 4.556 10.059 30.473 0.194 -0.073 0.059
Si 7.459 12.436 26.472 -0.068 -0.044 0.029
Si 12.053 4.905 24.52 -0.103 0.026 -0.06
Si 12.014 2.049 25.87 0.038 -0.036 0.035
Si 11.64 12.227 25.691 0.064 0 -0.053
Si 5.99 0.202 28.587 0.018 0.014 0.139
Si 21.67 2.939 23.815 0.135 0.036 -0.076
Si 15.421 1.134 29.21 0.011 -0.008 0.119
Si 10.016 13.862 30.464 -0.108 -0.005 0.104
Si 18.533 12.204 25.801 -0.047 0.077 0.054
Si 17.669 14.992 5.384 0.001 -0.003 0.002
Si 20.407 1.353 5.41 0.001 0.004 0.005
Si 17.662 4.094 5.374 -0.004 -0.006 -0.001
Si 20.406 6.796 5.382 0.006 0.004 0.004
Si 17.659 9.509 5.384 0 0.015 0.009
Si 20.414 12.246 5.44 0.007 0.002 0.016
Si 23.124 14.987 5.432 -0.004 0.007 -0.002
Si 25.875 1.37 5.455 -0.01 0.006 0.015
Si 23.163 4.087 5.456 -0.01 0.012 0.005
Si 25.87 6.802 5.445 0 0.004 0.006
Si 23.135 9.535 5.39 0.003 0.013 0.001
Si 25.868 12.219 5.416 0.007 0.006 0.007
Si 12.216 14.94 5.379 0.016 0.01 0.011
Si 14.931 1.38 5.387 0.001 -0.012 0.011
Si 12.243 4.113 5.341 0.002 -0.009 0
Si 14.933 6.796 5.334 0.013 0.01 -0.005
Si 12.201 9.518 5.332 -0.008 -0.008 0.006
Si 14.946 12.216 5.355 0.005 -0.011 0.003
Si 19.035 0.006 6.766 0.005 -0.003 -0.001
Si 21.764 2.723 6.773 0.009 -0.002 -0.002
Si 19.028 5.451 6.744 -0.005 0.003 -0.003
Si 21.765 8.164 6.745 -0.003 -0.002 -0.003
Si 19.021 10.878 6.753 0 -0.002 -0.001
Si 21.772 13.611 6.788 0.002 -0.012 -0.001
Si 24.494 0.009 6.795 -0.001 -0.002 0
Si 27.228 2.734 6.796 -0.002 0.005 0.001
Si 24.501 5.456 6.81 0.006 -0.001 0.006
Si 27.237 8.154 6.787 0.004 -0.016 0.006
Si 24.491 10.875 6.773 0.003 -0.006 -0.003
Si 27.218 13.577 6.792 0.002 -0.007 0
Si 13.579 0 6.734 0.001 -0.006 0.004
Si 16.304 2.737 6.743 -0.001 -0.001 0.002
Si 13.592 5.454 6.73 -0.008 0.002 -0.004
Si 16.288 8.153 6.726 -0.006 0.007 0.002
Si 13.578 10.867 6.712 -0.001 -0.001 -0.004
Si 16.298 13.608 6.717 -0.006 0.006 -0.002
Si 17.669 1.382 8.108 0.004 0.007 -0.004
Si 20.39 4.093 8.114 0.001 -0.007 -0.006
Si 17.662 6.813 8.102 -0.002 -0.002 -0.002
Si 20.394 9.522 8.108 0.006 0.003 -0.005
Si 17.659 12.256 8.094 0.004 -0.004 -0.003
Si 20.391 14.967 8.128 0 -0.004 -0.003
Si 23.122 1.368 8.142 -0.001 0 -0.003
Si 25.861 4.084 8.157 0.01 0.012 -0.002
Si 23.112 6.812 8.136 0.004 -0.004 -0.005
Si 25.848 9.506 8.131 -0.002 0.007 -0.013
Si 23.132 12.24 8.132 0.003 0.014 -0.003
Si 25.847 14.946 8.14 -0.015 -0.007 -0.004
Si 12.231 1.381 8.092 -0.001 -0.004 -0.003
Si 14.947 4.101 8.104 0.003 0.004 -0.002
Si 12.242 6.821 8.099 0.007 0.02 0.001
Si 14.94 9.526 8.092 0.001 -0.006 0.004
Si 12.231 12.245 8.081 0.002 -0.004 -0.01
Si 14.952 14.973 8.093 0.009 0.003 0.001
Si 16.303 0.022 9.463 0.009 -0.011 0.002
Si 19.025 2.741 9.475 0.002 0.003 -0.002
Si 16.303 5.462 9.472 -0.002 -0.006 0.007
Si 19.025 8.173 9.472 -0.001 0.005 0.003
Si 16.3 10.899 9.455 -0.007 0.008 -0.002
Si 19.016 13.612 9.469 0.005 0 0
Si 21.751 0.006 9.488 0.005 0.002 -0.001
Si 24.486 2.72 9.502 -0.003 0.001 -0.003
Si 21.749 5.447 9.488 -0.007 0.01 0.003
Si 24.483 8.158 9.495 0.001 0 0.003
Si 21.751 10.883 9.475 0.004 0 0.002
Si 24.484 13.593 9.499 0.003 -0.011 0.007
Si 10.881 0.024 9.464 -0.006 0 -0.003
Si 13.588 2.743 9.467 -0.002 -0.003 -0.002
Si 10.884 5.466 9.468 0 -0.002 -0.004
Si 13.591 8.181 9.47 -0.002 -0.011 0.004
Si 10.888 10.895 9.466 -0.007 -0.001 -0.001
Si 13.59 13.615 9.451 -0.001 0.009 -0.001
Si 17.662 14.986 10.828 0.006 0.006 -0.003
Si 20.383 1.375 10.833 -0.001 0.002 -0.003
Si 17.664 4.105 10.836 0.008 0.003 -0.001
Si 20.383 6.814 10.843 0.006 -0.01 0.002
Si 17.664 9.549 10.827 0.005 0.002 0.004
Si 20.381 12.253 10.822 0.001 0.002 -0.004
Si 23.111 14.958 10.842 -0.004 0 -0.003
Si 25.841 1.346 10.858 -0.009 -0.001 0
Si 23.116 4.083 10.849 0.006 -0.002 0.002
Si 25.852 6.792 10.849 0.001 -0.003 -0.003
Si 23.114 9.525 10.841 0.005 0.001 -0.004
Si 25.841 12.224 10.853 -0.006 0.008 -0.005
Si 12.255 14.995 10.825 0.004 -0.003 -0.001
Si 14.953 1.391 10.833 0 0.004 0
Si 12.242 4.114 10.839 -0.008 0.009 0
Si 14.948 6.83 10.837 0 0.017 0.002
Si 12.248 9.55 10.841 0.009 0.001 0.001
Si 14.952 12.267 10.826 0.012 -0.011 0.002
Si 19.015 0.027 12.195 0.003 -0.002 0.001
Si 21.742 2.723 12.199 -0.01 -0.005 0.009
Si 19.012 5.467 12.206 -0.008 -0.005 0.006
Si 21.75 8.174 12.2 0.003 0.008 0.008
Si 19.016 10.919 12.194 0.012 0.002 0.006
Si 21.734 13.608 12.191 -0.005 -0.004 0.002
Si 24.473 -0.016 12.206 -0.004 -0.002 0.006
Si 27.218 2.69 12.215 0.001 0.003 -0.001
Si 24.494 5.433 12.202 0.008 0.017 0.001
Si 27.21 8.136 12.222 0.001 0.006 0.006
Si 24.474 10.877 12.209 0.002 0.004 0.011
Si 27.201 13.565 12.223 -0.012 -0.011 0.003
Si 13.599 0.043 12.207 -0.001 -0.008 0.002
Si 16.308 2.752 12.206 0.005 0.005 0.001
Si 13.595 5.477 12.211 -0.001 -0.009 0.001
Si 16.298 8.204 12.196 -0.005 -0.017 0.003
Si 13.608 10.914 12.206 -0.009 0.008 0.003
Si 16.3 13.641 12.196 0.005 0.009 -0.002
Si 17.661 1.388 13.571 0.012 -0.007 0.002
Si 20.37 4.087 13.55 0.005 0.005 0.004
Si 17.647 6.846 13.559 0.002 0.018 -0.001
Si 20.383 9.558 13.544 -0.001 -0.002 0.003
Si 17.662 12.295 13.564 -0.002 0.007 -0.005
Si 20.368 14.977 13.546 -0.003 0.006 -0.008
Si 23.098 1.342 13.55 0.005 0.003 0.002
Si 25.865 4.068 13.558 -0.001 -0.007 0
Si 23.133 6.808 13.542 0.009 -0.012 -0.002
Si 25.85 9.515 13.56 0 -0.003 0.002
Si 23.097 12.249 13.546 -0.008 0.013 -0.003
Si 25.831 14.932 13.563 0.002 -0.003 0.001
Si 12.252 1.417 13.577 -0.007 0.017 -0.001
Si 14.963 4.127 13.574 0.003 -0.008 0.005
Si 12.248 6.846 13.587 -0.003 0.007 0.007
Si 14.961 9.566 13.588 0.014 -0.006 0.002
Si 12.278 12.296 13.574 0.008 -0.003 0.004
Si 14.963 15.015 13.577 0.001 0.004 0.002
Si 16.308 0.052 14.965 -0.013 -0.004 0.002
Si 19.013 2.742 14.94 -0.005 0.003 0.002
Si 16.301 5.5 14.949 -0.006 0.005 0.006
Si 18.991 8.237 14.896 -0.004 -0.014 0.002
Si 16.304 10.962 14.944 0.008 0.002 0.007
Si 18.999 13.668 14.94 -0.001 0.006 0.006
Si 21.727 -0.011 14.918 -0.003 -0.002 0.005
Si 24.486 2.697 14.872 0.004 0.002 0
Si 21.751 5.452 14.869 0 0.001 0.006
Si 24.497 8.16 14.911 0.002 -0.003 0.011
Si 21.734 10.916 14.916 -0.004 -0.005 0.014
Si 24.452 13.589 14.918 0 -0.002 0.004
Si 10.901 0.056 14.941 -0.003 -0.011 0.001
Si 13.613 2.779 14.948 -0.01 -0.007 0
Si 10.91 5.494 14.979 -0.003 -0.005 0.009
Si 13.605 8.205 14.959 -0.003 0.008 -0.002
Si 10.93 10.931 14.929 -0.003 0.007 0
Si 13.618 13.67 14.958 0.001 -0.002 -0.002
Si 26.076 14.224 33.339 0.273 -0.127 0.67
Si 36.413 1.472 0.159 0.203 0.029 0.728
Si 34.308 3.75 0.001 -0.133 0.163 0.735
Si 36.988 6.647 0.21 -0.203 -0.033 0.705
Si 33.788 9.842 0.035 0.087 -0.28 0.741
Si 36.867 12.07 0.078 -0.193 0.264 0.729
Si 39.695 14.829 0.103 -0.187 0.167 0.774
Si 42.65 1.231 0.316 -0.291 -0.028 0.655
Si 31.452 3.682 33.207 0.248 -0.363 0.687
Si 34.721 5.846 33.378 -0.18 0.118 0.62
Si 39.012 9.732 0.079 0.323 -0.106 0.705
Si 25.581 12.702 0.201 0.04 -0.192 0.806
Si 20.676 14.439 33.4 0.153 -0.19 0.737
Si 31.598 0.907 0.037 -0.031 0.187 0.701
Si 28.452 4.381 0.092 0.159 -0.274 0.714
Si 23.183 6.128 33.294 0.317 -0.052 0.657
Si 21.132 8.537 33.304 -0.163 0.071 0.725
Si 31.573 12.025 0.101 -0.22 0.051 0.777
Si 35.263 16.212 1.391 -0.025 -0.013 -0.036
Si 38.109 2.75 1.202 0.018 0.018 -0.075
Si 35.387 5.369 1.339 -0.008 -0.008 -0.06
Si 38.1 8.165 1.547 0.009 -0.015 -0.058
Si 35.341 10.905 1.433 -0.008 -0.002 -0.035
Si 38.069 13.648 1.35 0.021 0.009 -0.05
Si 40.873 0.084 1.38 0.009 -0.017 -0.048
Si 27.404 2.724 1.399 0.003 0.007 -0.032
Si 40.822 5.431 1.225 0.011 -0.01 -0.043
Si 27.158 8.185 1.149 0.031 -0.013 -0.053
Si 40.735 10.856 1.292 -0.027 0.019 -0.079
Si 27.266 13.695 1.433 0.011 0.019 -0.08
Si 29.987 16.234 1.393 -0.026 0.004 -0.06
Si 32.663 2.634 1.268 0.001 -0.017 -0.077
Si 29.918 5.496 1.481 0.003 0.028 -0.023
Si 32.625 8.079 1.117 -0.02 -0.009 -0.042
Si 29.965 10.819 1.309 -0.004 -0.014 -0.043
Si 32.708 13.538 1.441 0.001 0.007 -0.065
Si 33.951 1.297 2.743 0.002 0.024 0.027
Si 36.772 4.036 2.693 0.002 -0.023 0.024
Si 33.974 6.771 2.59 0.015 0.027 0.001
Si 36.665 9.51 2.797 -0.001 0.017 0.013
Si 34.053 12.241 2.827 0.003 -0.001 0.038
Si 36.709 14.952 2.732 0.003 -0.007 0.012
Si 39.436 1.42 2.655 -0.022 -0.002 0.01
Si 42.113 4.099 2.742 -0.011 0.039 0.037
Si 39.545 6.775 2.731 0.017 -0.043 0.016
Si 42.152 9.526 2.648 -0.012 0.003 -0.019
Si 39.41 12.23 2.713 -0.008 0.012 0.029
Si 25.957 15.016 2.856 -0.012 -0.026 0.037
Si 28.713 1.355 2.764 -0.004 -0.007 0.024
Si 31.331 4.038 2.661 0.004 -0.025 -0.015
Si 28.483 6.873 2.7 -0.028 0.039 0.007
Si 31.33 9.434 2.641 -0.001 0 0.005
Si 28.6 12.199 2.665 0.018 0.009 -0.002
Si 31.296 14.869 2.762 0.007 -0.003 0.031
Si 32.616 -0.045 4.119 -0.001 0.019 -0.008
Si 35.383 2.669 4.046 0.006 0.005 -0.028
Si 32.669 5.416 4.013 0.004 0.009 -0.002
Si 35.303 8.098 4.054 -0.02 -0.009 0.018
Si 32.651 10.812 4.062 -0.006 -0.019 -0.019
Si 35.405 13.599 4.149 -0.015 0.013 -0.004
Si 38.087 0.021 4.037 0.021 0.007 -0.004
Si 40.777 2.722 4.091 0.012 0.002 0.004
Si 38.119 5.414 4.056 -0.005 -0.001 -0.02
Si 40.864 8.154 4.081 0 -0.004 0.011
Si 38.065 10.878 4.103 0.028 0.015 -0.014
Si 40.761 13.588 4.113 -0.004 -0.01 -0.01
Si 27.315 0.046 4.155 0.005 0.009 0.004
Si 30.013 2.727 4.108 0.005 0.001 0.018
Si 27.196 5.445 4.06 0.015 0.007 -0.005
Si 29.921 8.164 4.047 -0.015 -0.006 -0.015
Si 27.223 10.863 4.023 -0.011 -0.004 0.006
Si 29.934 13.521 4.092 -0.007 0.008 0.005
Si 33.987 14.862 16.304 -0.005 -0.006 -0.015
Si 36.677 1.327 16.341 0.009 -0.023 -0.004
Si 33.957 3.964 16.398 0.006 -0.017 -0.004
Si 36.665 6.672 16.339 -0.007 0.001 0.006
Si 33.915 9.375 16.325 -0.024 -0.009 -0.006
Si 36.679 12.15 16.277 -0.003 0.002 -0.006
Si 39.425 14.885 16.225 -0.02 0.02 -0.024
Si 25.837 1.322 16.227 -0.006 0.006 -0.022
Si 39.391 3.964 16.322 -0.017 0 -0.006
Si 25.898 6.797 16.248 0.008 0.014 -0.012
Si 39.403 9.372 16.306 -0.022 0.003 -0.021
Si 25.836 12.225 16.249 0.019 0.008 -0.021
Si 28.555 14.915 16.33 -0.028 0.002 0.002
Si 31.274 1.319 16.346 0.017 0.002 -0.014
Si 28.61 4.071 16.333 0.006 0.008 -0.001
Si 31.275 6.729 16.382 -0.001 -0.009 0.001
Si 28.568 9.446 16.322 -0.008 0.011 -0.001
Si 31.252 12.144 16.334 -0.016 -0.006 -0.009
Si 35.307 -0.062 17.647 0.005 0.006 0.004
Si 38.037 2.656 17.753 0.002 0.011 0.007
Si 35.336 5.302 17.744 0.003 0.017 -0.017
Si 38.036 8.011 17.68 0.03 0.003 0.023
Si 35.251 10.796 17.582 0.018 0.02 -0.037
Si 38.111 13.501 17.56 -0.002 -0.01 -0.006
Si 40.743 -0.092 17.615 -0.004 -0.025 -0.013
Si 27.22 2.655 17.563 0.002 0.007 -0.005
Si 40.734 5.312 17.673 0.007 0.014 0.01
Si 27.231 8.098 17.712 -0.011 -0.036 -0.007
Si 40.793 10.713 17.628 0.003 0.001 0.007
Si 27.154 13.558 17.653 0.009 0.001 0.001
Si 29.943 -0.059 17.691 0 0 0.018
Si 32.573 2.641 17.809 -0.004 0.003 0.011
Si 29.961 5.389 17.8 0 -0.01 0.006
Si 32.621 8.025 17.811 0.014 0.029 0.016
Si 29.93 10.752 17.716 0.029 0.002 0.015
Si 32.628 13.498 17.667 0.029 0.009 -0.005
Si 33.882 1.161 19.102 -0.006 -0.028 -0.018
Si 36.661 3.98 19.181 0.048 -0.007 0.015
Si 33.979 6.578 19.163 -0.059 -0.012 -0.016
Si 36.595 9.435 18.878 -0.001 -0.02 -0.012
Si 33.94 12.098 19.029 -0.037 -0.035 0.006
Si 36.788 14.912 18.854 0.021 0.037 -0.029
Si 39.455 1.271 19.026 -0.004 -0.003 -0.004
Si 25.833 4.031 18.822 -0.032 0.024 -0.044
Si 39.318 6.576 19.082 -0.031 -0.014 -0.016
Si 25.812 9.463 19.004 -0.009 0.009 0.012
Si 39.428 12.095 18.916 -0.017 0.02 -0.042
Si 42.044 14.862 18.986 -0.019 -0.026 -0.037
Si 28.573 1.354 18.981 -0.003 0.028 -0.02
Si 31.283 4.042 19.272 0.029 -0.006 -0.017
Si 28.61 6.78 19.149 0.004 0.04 0.011
Si 31.28 9.418 19.194 -0.022 0.007 -0.029
Si 28.483 12.112 18.965 -0.022 -0.005 -0.042
Si 31.294 14.849 19.037 -0.02 0.017 -0.006
Si 32.552 -0.221 20.582 0.001 0.009 0.058
Si 35.305 2.494 20.403 -0.006 0.006 0.081
Si 32.749 5.268 20.777 0.022 -0.059 0.024
Si 35.351 8.068 20.302 0.016 0.004 0.026
Si 32.654 10.807 20.577 0.001 0.011 0.075
Si 35.436 13.511 20.095 0.008 0.007 0.005
Si 38.152 -0.149 20.323 -0.012 -0.025 0.05
Si 40.784 2.65 20.382 0.005 0.005 0.077
Si 37.962 5.302 20.674 0.027 0.005 0.033
Si 40.827 7.889 20.296 0.04 -0.026 0.033
Si 37.972 10.763 20.173 0.006 0.035 0.04
Si 40.807 13.36 20.326 0.055 -0.001 0.046
Si 27.195 0.005 20.272 -0.01 0.004 0.043
Si 29.777 2.69 20.521 -0.025 -0.008 0.041
Si 27.136 5.331 20.242 0.016 -0.033 0.045
Si 29.949 8.075 20.676 0.016 0.004 0.019
Si 27.165 10.76 20.407 0.028 -0.035 0.032
Si 29.896 13.448 20.254 0.015 -0.026 0.043
Si 34.363 14.896 21.602 -0.358 -0.072 -0.627
Si 36.529 0.919 21.593 0.231 0.172 -0.733
Si 33.792 3.338 21.995 0.375 0.577 -0.581
Si 36.938 7.178 21.791 -0.26 -0.478 -0.637
Si 33.91 9.171 21.768 0.014 0.208 -0.657
Si 36.968 12.433 21.477 -0.12 -0.247 -0.727
Si 39.286 14.541 21.57 0.139 0.238 -0.644
Si 26.037 1.561 21.565 -0.065 -0.117 -0.744
Si 39.615 4.058 21.854 -0.258 -0.089 -0.692
Si 25.492 6.519 21.34 0.004 -0.047 -0.673
Si 39.247 9.218 21.302 0.16 0.014 -0.711
Si 42.259 12.229 21.832 -0.227 -0.258 -0.726
Si 28.315 14.652 21.44 0.239 0.276 -0.666
Si 31.243 1.393 21.816 -0.252 -0.393 -0.64
Si 28.113 3.86 21.779 0.259 0.077 -0.69
Si 31.633 6.961 22.03 -0.229 -0.175 -0.697
Si 28.732 9.744 21.891 -0.09 -0.204 -0.738
Si 30.956 11.986 21.754 0.13 0.014 -0.663
Si 30.484 -0.453 31.454 -0.076 -0.044 0.141
Si 17.762 7.407 28.714 -0.05 -0.16 0.009
Si 35.931 8.814 24.005 0.069 -0.079 -0.108
Si 35.345 13.146 23.802 -0.052 0.069 -0.14
Si 22.068 5.469 28.462 0.105 -0.093 0.035
Si 28.596 14.377 24.398 -0.087 -0.002 -0.127
Si 33.336 1.658 28.762 -0.008 -0.034 -0.038
Si 25.733 3.697 25.821 -0.01 -0.008 -0.026
Si 24.663 -0.32 23.705 -0.029 -0.022 -0.083
Si 26.866 8.122 23.726 -0.038 0.044 -0.026
Si 30.488 10.713 28.57 0.046 0.003 0.141
Si 27.457 7.661 28.528 0.011 -0.083 -0.026
Si 19.326 0.516 26.859 -0.085 -0.03 -0.15
Si 22.248 12.761 31.21 -0.004 0.03 0.057
Si 34.205 1.831 24.671 0.014 0.052 -0.047
Si 31.51 13.799 24.314 -0.068 0.006 -0.209
Si 38.265 10.427 25.405 0.033 -0.105 -0.111
Si 23.513 1.125 30.601 0.027 -0.004 -0.041
Si 31.496 6.863 25.032 -0.035 -0.093 -0.06
Si 28.689 3.768 29.34 0.071 -0.046 -0.091
Si 16.793 15.499 27.458 0.077 0.004 -0.072
Si 31.495 0.439 24.613 -0.015 0.043 0.018
Si 24.928 11.762 26.675 0.017 -0.245 -0.006
Si 34.062 7.617 26.186 -0.034 0.024 -0.09
Si 40.854 10.313 23.698 0.034 0.156 -0.001
Si 17.25 2.29 31.299 -0.056 0.116 0.149
Si 31.909 9.481 26.113 0.025 -0.016 0.043
Si 27.466 7.322 31.517 -0.101 0.012 0.05
Si 17.537 5.048 30.469 0.098 0.017 0.114
Si 22.61 3.958 31.136 0.026 0.111 0.256
Si 31.965 8.883 30.603 -0.109 -0.03 -0.036
Si 25.135 5.563 28.323 0.016 -0.006 0.047
Si 29.313 5.707 26.972 -0.036 0.028 0.08
Si 27.541 12.554 31.01 -0.191 0.08 0.152
Si 36.628 1.797 26.32 -0.04 -0.044 -0.017
Si 17.228 12.698 28.375 0.044 -0.053 -0.076
Si 24.137 9.32 24.7 -0.049 0.126 -0.116
Si 18.114 3.359 26.524 0.012 0.041 -0.025
Si 20.685 8.249 28.303 0.022 -0.015 0.032
Si 27.312 10.813 28.588 -0.016 0.053 0.124
Si 23.739 13.862 28.597 0.055 -0.022 0.024
Si 26.335 4.767 30.925 0.072 -0.071 0.078
Si 25.883 -0.256 29.145 -0.043 -0.12 -0.017
Si 17.957 11.211 30.777 0.048 -0.074 0.105
Si 20.617 10.131 30.56 0.031 0.034 0.194
Si 29.182 -0.282 26.586 0.073 -0.067 -0.04
Si 27.703 5.28 24.47 -0.027 -0.005 -0.104
Si 27.253 1.789 27.487 -0.045 -0.007 0.071
Si 25.965 13.236 24.23 -0.072 -0.055 -0.095
Si 22.268 0.133 28.016 0.048 -0.042 0.046
Si 38.291 2.046 23.946 0.027 0.082 -0.178
Si 31.187 2.349 30.558 0.065 0.16 -0.062
Si 28.704 14.886 29.309 -0.124 -0.012 -0.039
Si 33.375 11.945 25.748 -0.034 -0.042 -0.042
Si 34.008 14.941 5.469 0.004 -0.008 0.012
Si 36.725 1.333 5.437 0.007 -0.005 -0.001
Si 34.03 4.059 5.392 -0.011 -0.019 -0.003
Si 36.721 6.764 5.396 -0.002 -0.006 -0.001
Si 33.988 9.462 5.441 0.012 0.012 0.008
Si 36.733 12.217 5.491 0.004 0 0.015
Si 39.407 14.958 5.443 -0.018 0.011 0.004
Si 42.143 1.378 5.48 -0.013 0.003 0.005
Si 39.433 4.065 5.461 0.003 -0.002 0.008
Si 42.182 6.805 5.48 -0.006 0.005 0.013
Si 39.45 9.495 5.418 -0.005 -0.006 0.013
Si 42.165 12.216 5.422 0.012 0.003 -0.001
Si 28.616 14.924 5.462 0.005 0.009 0.009
Si 31.307 1.336 5.482 0.001 -0.009 0.019
Si 28.585 4.085 5.408 -0.012 -0.007 -0.005
Si 31.279 6.761 5.381 0 -0.009 -0.012
Si 28.582 9.524 5.417 -0.002 0.002 -0.002
Si 31.299 12.172 5.439 -0.005 -0.017 0.006
Si 35.373 -0.024 6.815 -0.002 0.004 -0.002
Si 38.078 2.689 6.808 -0.002 0.007 -0.005
Si 35.378 5.403 6.775 0.01 0.003 -0.014
Si 38.078 8.127 6.77 0.005 0.003 -0.002
Si 35.355 10.828 6.8 0 -0.001 0
Si 38.08 13.588 6.833 0.002 0.004 -0.006
Si 40.787 -0.022 6.807 0.005 -0.003 -0.006
Si 43.518 2.727 6.826 -0.001 -0.004 0.006
Si 40.803 5.425 6.81 0.005 0.001 0
Si 43.542 8.154 6.829 0.007 -0.01 -0.003
Si 40.809 10.847 6.791 0.006 0.001 -0.009
Si 43.516 13.556 6.818 0.001 0 -0.003
Si 29.95 -0.032 6.829 -0.003 0.005 0
Si 32.684 2.705 6.793 0.002 -0.006 0
Si 29.943 5.42 6.779 -0.006 0.006 0.008
Si 32.623 8.107 6.782 0.004 0.01 -0.004
Si 29.927 10.854 6.809 -0.002 -0.001 0.007
Si 32.652 13.549 6.8 0.001 0.008 -0.005
Si 34.015 1.334 8.168 0.019 0.009 0
Si 36.716 4.044 8.158 -0.002 -0.011 0.008
Si 34.002 6.753 8.133 -0.005 -0.009 -0.007
Si 36.72 9.471 8.151 -0.004 0.006 -0.003
Si 34.001 12.186 8.165 -0.002 -0.007 -0.003
Si 36.708 14.925 8.187 -0.001 -0.006 0
Si 39.429 1.324 8.173 -0.007 -0.006 -0.002
Si 42.152 4.066 8.185 -0.001 0.001 0.001
Si 39.426 6.77 8.156 -0.005 -0.01 -0.004
Si 42.155 9.49 8.174 0.006 0.003 -0.004
Si 39.446 12.201 8.16 0.002 0.016 -0.008
Si 42.148 14.924 8.161 -0.006 0.002 -0.001
Si 28.569 1.341 8.153 -0.012 -0.015 -0.009
Si 31.296 4.049 8.139 0.006 -0.002 -0.01
Si 28.586 6.781 8.143 0.001 0.01 -0.001
Si 31.28 9.474 8.153 -0.013 -0.007 0.002
Si 28.569 12.22 8.16 -0.003 0.009 -0.003
Si 31.301 14.914 8.171 -0.004 0.012 -0.001
Si 32.654 -0.039 9.522 0.009 -0.011 -0.001
Si 35.367 2.684 9.528 0.003 0.004 0.005
Si 32.65 5.398 9.506 0.005 0 0.005
Si 35.354 8.108 9.505 0.013 0.004 0.001
Si 32.638 10.827 9.521 0.005 0.007 -0.002
Si 35.352 13.547 9.532 0.001 0.007 -0.001
Si 38.074 -0.042 9.537 -0.003 0.002 -0.001
Si 40.793 2.681 9.528 0.003 0 0
Si 38.075 5.399 9.518 0 0.005 -0.001
Si 40.792 8.115 9.525 0 0.007 -0.004
Si 38.076 10.832 9.515 0.008 -0.002 -0.004
Si 40.798 13.554 9.525 0.008 -0.009 -0.003
Si 27.205 -0.02 9.507 -0.008 0.006 -0.001
Si 29.941 2.688 9.506 -0.002 0.004 0
Si 27.227 5.429 9.511 -0.001 0.002 0.005
Si 29.931 8.125 9.52 0.005 -0.004 0.01
Si 27.201 10.857 9.502 -0.004 -0.004 0.004
Si 29.928 13.567 9.527 -0.007 0.001 0.003
Si 33.989 14.905 10.889 0.008 0.009 0.004
Si 36.713 1.315 10.889 -0.003 -0.006 0.001
Si 33.991 4.029 10.876 0.007 -0.009 -0.001
Si 36.7 6.743 10.874 -0.007 -0.006 -0.002
Si 33.993 9.455 10.877 -0.002 -0.001 -0.001
Si 36.71 12.178 10.886 -0.002 0.002 0.001
Si 39.427 14.899 10.884 0.001 -0.002 -0.002
Si 42.146 1.311 10.888 -0.006 -0.003 0.003
Si 39.425 4.031 10.883 -0.007 -0.001 0.002
Si 42.146 6.753 10.898 -0.003 -0.002 0.004
Si 39.42 9.459 10.882 -0.003 0.01 -0.001
Si 42.146 12.184 10.886 0.002 0.013 0.001
Si 28.562 14.935 10.874 -0.009 0 0
Si 31.286 1.318 10.877 0 -0.005 -0.001
Si 28.582 4.05 10.863 -0.001 0.002 -0.005
Si 31.292 6.754 10.867 -0.002 0.002 -0.004
Si 28.559 9.491 10.859 -0.008 0.006 -0.005
Si 31.279 12.191 10.88 -0.01 -0.004 0.001
Si 35.346 -0.051 12.237 0.01 -0.005 -0.002
Si 38.067 2.67 12.249 0.007 -0.003 0.004
Si 35.342 5.382 12.238 0.005 0.006 -0.001
Si 38.058 8.088 12.242 0 0.001 -0.006
Si 35.348 10.806 12.241 0.004 -0.003 -0.002
Si 38.07 13.535 12.247 0.006 0.009 0.002
Si 40.783 -0.061 12.239 -0.001 -0.011 0.004
Si 43.507 2.665 12.253 0.005 -0.007 0.001
Si 40.789 5.372 12.25 -0.002 0.002 -0.002
Si 43.516 8.095 12.264 0.008 0.01 0.002
Si 40.784 10.81 12.237 0.008 0.002 0.001
Si 43.517 13.538 12.23 0.001 0.003 -0.005
Si 29.926 -0.038 12.241 -0.005 0.002 0.007
Si 32.641 2.67 12.246 0.016 0.012 0.006
Si 29.945 5.393 12.23 0.007 0.004 0
Si 32.637 8.095 12.248 -0.001 -0.009 0.007
Si 29.916 10.831 12.232 -0.004 0.002 0.004
Si 32.628 13.544 12.253 0.003 0.003 0.005
Si 33.986 1.295 13.608 0.01 -0.017 -0.003
Si 36.684 4.014 13.601 -0.012 0.003 -0.002
Si 33.975 6.712 13.615 0.005 0 0
Si 36.685 9.425 13.608 -0.001 0.003 0
Si 33.975 12.153 13.601 0.007 -0.001 0.006
Si 36.699 14.905 13.587 -0.02 0.014 -0.007
Si 39.422 1.296 13.599 -0.007 -0.004 0.007
Si 42.142 4.008 13.621 -0.009 0.003 0.001
Si 39.406 6.71 13.6 -0.004 0.004 -0.002
Si 42.136 9.445 13.602 -0.014 0.01 0.001
Si 39.416 12.149 13.602 -0.005 0.002 0.012
Si 42.149 14.884 13.577 0.016 -0.012 -0.002
Si 28.569 1.331 13.593 -0.02 0.005 0.005
Si 31.292 4.033 13.612 -0.003 -0.004 -0.001
Si 28.584 6.763 13.568 -0.003 -0.016 -0.013
Si 31.256 9.449 13.592 -0.002 0.017 -0.008
Si 28.563 12.201 13.586 -0.009 -0.004 -0.003
Si 31.268 14.909 13.616 -0.004 -0.005 0.011
Si 32.629 -0.056 14.98 0.008 0.008 0.004
Si 35.322 2.666 14.974 0.008 0.009 0.006
Si 32.635 5.365 15.019 0.007 -0.005 0.005
Si 35.324 8.056 14.976 0.002 0 0.005
Si 32.603 10.787 14.963 -0.003 -0.022 0.006
Si 35.343 13.528 14.926 0.017 0.008 -0.008
Si 38.034 -0.041 14.953 0.007 -0.016 -0.002
Si 40.787 2.629 14.976 0.006 -0.013 0.003
Si 38.045 5.345 14.968 0.006 0.009 0.001
Si 40.78 8.057 14.942 0.006 0.003 -0.002
Si 38.053 10.769 14.959 0.003 -0.003 0.001
Si 40.805 13.507 14.928 0.003 0.009 0.004
Si 27.211 -0.057 14.924 0.006 0.002 0.003
Si 29.932 2.682 14.967 0 0.004 0.006
Si 27.248 5.407 14.929 0.01 0.012 -0.001
Si 29.927 8.081 14.976 -0.008 0.002 0.003
Si 27.22 10.837 14.946 0 0.014 0.011
Si 29.91 13.538 14.975 0.002 0.004 0.009
Si 42.244 14.499 33.368 0.318 -0.138 0.747
Si 52.778 1.685 0.178 0.126 -0.172 0.82
Si 50.641 3.923 0.268 -0.198 -0.019 0.741
Si 53.398 6.343 0.211 -0.011 0.246 0.728
Si 42.332 9.122 33.283 0.08 -0.092 0.689
Si 53.373 11.869 0.077 -0.025 0.152 0.748
Si 55.959 14.909 0.235 -0.245 0.066 0.714
Si 58.75 1.074 0.119 -0.134 0.163 0.75
Si 55.734 4.308 0.332 -0.026 -0.268 0.687
Si 58.509 6.544 0.31 -0.05 0.278 0.738
Si 47.971 8.998 33.398 0.073 -0.23 0.708
Si 41.874 12.581 0.175 0.063 -0.177 0.782
Si 44.618 15.178 0.273 0.129 -0.059 0.74
Si 47.734 1.114 0.183 -0.061 0.233 0.693
Si 44.687 4.342 0.166 0.195 -0.073 0.767
Si 47.411 7.111 0.132 0.126 -0.182 0.74
Si 37.41 8.54 33.365 -0.168 0.266 0.719
Si 40.126 11.432 33.22 -0.237 0.058 0.629
Si 51.614 0.011 1.328 -0.023 -0.003 -0.065
Si 54.442 2.719 1.478 -0.036 0.009 -0.053
Si 51.803 5.396 1.626 0.002 -0.018 -0.056
Si 54.481 8.137 1.297 0.007 0.01 -0.052
Si 51.697 10.828 1.327 -0.02 -0.001 -0.04
Si 54.372 13.598 1.369 -0.007 -0.017 -0.066
Si 57.187 0.035 1.544 0.026 0 -0.058
Si 43.693 2.781 1.646 0.027 0.058 -0.025
Si 57.107 5.448 1.77 0.02 -0.009 -0.035
Si 43.551 8.184 1.31 0.024 -0.003 -0.06
Si 57.079 10.947 1.454 -0.006 -0.005 -0.072
Si 43.44 13.641 1.541 0.001 -0.008 -0.076
Si 46.241 -0.033 1.545 -0.005 0.007 -0.04
Si 48.956 2.728 1.402 -0.015 -0.023 -0.044
Si 46.279 5.504 1.414 0.01 0.004 -0.028
Si 49.012 8.29 1.328 0.017 0.003 -0.039
Si 46.273 10.967 1.179 0.032 -0.006 -0.048
Si 48.976 13.609 1.32 0 0.004 -0.051
Si 50.291 1.339 2.778 0.02 -0.003 0.018
Si 53.128 4.032 2.949 0.007 -0.025 0.036
Si 50.344 6.87 2.726 -0.032 -0.003 -0.005
Si 53.041 9.446 2.691 0.031 -0.003 0.008
Si 50.373 12.264 2.68 -0.007 -0.002 0.01
Si 52.986 14.961 2.691 0.005 0.016 0.011
Si 55.767 1.358 2.84 0.008 0.013 0.013
Si 58.488 3.984 2.916 0.035 -0.004 0.023
Si 55.728 6.902 2.902 -0.038 0.017 0.02
Si 58.424 9.589 2.827 -0.028 -0.016 0.021
Si 55.71 12.282 2.813 0 0.001 0.036
Si 42.123 15.031 2.855 -0.027 0.019 0.049
Si 45.006 1.385 2.943 0.002 -0.011 0.03
Si 47.623 4.108 2.751 -0.015 -0.008 0.014
Si 44.873 6.84 2.749 -0.003 0.019 0.032
Si 47.601 9.619 2.675 -0.032 0.004 0.015
Si 44.903 12.214 2.679 0.021 -0.01 0.006
Si 47.615 14.876 2.791 0.017 0.004 0.016
Si 48.959 -0.038 4.137 -0.011 0.012 -0.013
Si 51.674 2.667 4.178 0.017 -0.013 -0.018
Si 48.986 5.48 4.083 0.006 0.006 0.003
Si 51.698 8.16 4.13 0.021 0.004 0.009
Si 48.982 10.923 4.062 0 -0.012 -0.016
Si 51.677 13.609 4.098 -0.014 -0.002 0.004
Si 54.366 -0.035 4.109 -0.001 -0.016 -0.015
Si 57.094 2.686 4.249 0.005 -0.006 0.003
Si 54.42 5.476 4.248 0.001 -0.007 -0.003
Si 57.098 8.237 4.225 -0.001 0.002 0.003
Si 54.353 10.86 4.1 -0.013 0.013 -0.02
Si 57.097 13.601 4.19 0.013 -0.01 -0.013
Si 43.541 0.023 4.187 -0.009 -0.012 -0.004
Si 46.34 2.77 4.215 0.022 -0.01 0.018
Si 43.502 5.464 4.091 0.017 -0.022 -0.018
Si 46.258 8.213 4.062 0.027 0.005 -0.014
Si 43.526 10.858 4.035 0.002 0.001 0.004
Si 46.231 13.539 4.115 0.007 -0.001 0.012
Si 50.267 14.917 16.353 0.006 -0.007 0.001
Si 53.027 1.38 16.32 -0.011 0.004 -0.018
Si 50.308 4.034 16.377 0.015 -0.002 0.008
Si 53.041 6.794 16.374 0.002 0.01 -0.013
Si 50.344 9.451 16.334 0.001 -0.002 -0.015
Si 53.048 12.205 16.374 -0.007 0.011 0
Si 55.81 14.954 16.335 -0.016 0 -0.004
Si 42.166 1.255 16.317 0.009 0.004 -0.005
Si 55.772 4.141 16.341 0.021 -0.001 -0.009
Si 42.108 6.698 16.332 -0.022 0.017 0.005
Si 55.771 9.524 16.392 0.001 -0.009 0.009
Si 42.144 12.139 16.317 -0.014 0.01 0.012
Si 44.839 14.88 16.316 -0.006 -0.001 -0.017
Si 47.567 1.271 16.371 -0.015 -0.003 0.002
Si 44.876 3.975 16.354 -0.009 0.006 -0.004
Si 47.598 6.675 16.387 -0.003 -0.004 0.013
Si 44.86 9.428 16.312 -0.001 0.004 -0.007
Si 47.551 12.156 16.304 -0.021 0.005 -0.011
Si 51.635 0.022 17.639 0.009 0.017 -0.017
Si 54.404 2.756 17.653 -0.004 0.012 -0.022
Si 51.717 5.38 17.718 0.012 -0.003 -0.007
Si 54.365 8.195 17.749 -0.023 0 -0.005
Si 51.708 10.79 17.717 0.029 -0.022 -0.008
Si 54.457 13.575 17.679 0.004 -0.004 -0.012
Si 57.156 0.058 17.643 0.014 0.016 -0.012
Si 43.547 2.574 17.7 -0.016 -0.041 -0.001
Si 57.101 5.544 17.704 -0.008 -0.006 -0.011
Si 43.519 8.039 17.652 0.002 0.005 -0.011
Si 57.149 10.864 17.762 -0.007 -0.028 0.013
Si 43.484 13.527 17.679 0.029 0.002 0.024
Si 46.187 -0.116 17.712 0 0.023 -0.003
Si 48.929 2.649 17.716 -0.006 0.004 -0.009
Si 46.242 5.277 17.765 0.02 -0.037 0.011
Si 49.004 8.062 17.671 0.008 -0.001 0.002
Si 46.188 10.806 17.672 0.013 0.016 0.014
Si 48.895 13.494 17.669 0.011 0.018 -0.006
Si 50.276 1.311 19.078 0.041 -0.01 -0.008
Si 53.077 4.029 19.105 -0.02 -0.002 -0.015
Si 50.4 6.755 19.067 -0.004 0.014 -0.029
Si 53.078 9.546 19.21 0.045 0.014 0.01
Si 50.275 12.116 18.973 -0.036 -0.017 -0.016
Si 53.065 15.009 18.886 0.026 0.029 -0.04
Si 55.766 1.413 18.973 0.023 -0.027 -0.032
Si 42.147 3.944 18.971 -0.038 0.006 -0.042
Si 55.684 6.839 19.109 0.018 -0.01 -0.021
Si 42.142 9.345 19.008 -0.012 0.019 -0.006
Si 55.791 12.219 19.098 -0.051 0.011 0.012
Si 58.6 15.099 18.961 0.02 0.038 -0.016
Si 44.878 1.222 19.143 0.011 0.011 0.015
Si 47.581 3.891 19.186 -0.012 -0.021 0.009
Si 44.838 6.662 19.032 0.001 0.015 -0.009
Si 47.589 9.411 18.947 -0.002 0.012 -0.038
Si 44.807 12.146 19.061 -0.011 -0.016 -0.032
Si 47.477 14.762 19.047 -0.045 -0.021 -0.001
Si 48.887 -0.202 20.284 -0.012 0.002 0.035
Si 51.684 2.667 20.449 -0.006 0 0.029
Si 49.017 5.351 20.363 0.01 -0.001 0.054
Si 51.76 8.099 20.531 -0.015 -0.014 0.06
Si 48.934 10.744 20.34 0.019 -0.012 0.071
Si 51.694 13.56 20.092 0.029 0.011 0.04
Si 54.375 0.08 20.296 -0.018 0.035 0.059
Si 57.179 2.793 20.213 0 -0.023 0.062
Si 54.412 5.417 20.496 -0.003 0.004 0.061
Si 56.888 8.198 20.601 0.001 0.036 0.042
Si 54.417 10.953 20.634 -0.05 -0.024 0.06
Si 57.244 13.702 20.213 -0.002 0.007 0.008
Si 43.315 -0.075 20.377 0.011 0.048 0.024
Si 46.299 2.441 20.658 0.044 0.004 0.025
Si 43.518 5.235 20.354 -0.006 -0.002 0.052
Si 46.239 8.032 20.295 0.025 0.01 0.044
Si 43.422 10.745 20.388 0.018 0.001 0.079
Si 46.126 13.474 20.529 -0.006 0.017 0.086
Si 50.499 14.962 21.456 -0.258 -0.222 -0.609
Si 52.711 0.976 21.719 0.339 0.333 -0.536
Si 50.63 4.319 21.712 -0.252 -0.25 -0.794
Si 52.896 6.534 21.937 0.271 0.29 -0.641
Si 50.044 9.161 21.706 0.176 0.185 -0.728
Si 53.242 12.768 21.61 -0.232 -0.473 -0.618
Si 55.634 14.837 21.423 0.246 0.246 -0.722
Si 42.373 1.638 21.774 -0.16 -0.326 -0.772
Si 56.073 4.241 21.656 -0.182 -0.07 -0.72
Si 41.867 6.238 21.666 -0.014 0.191 -0.819
Si 55.702 9.672 22.188 -0.124 -0.167 -0.673
Si 58.805 12.742 21.643 -0.186 -0.378 -0.699
Si 44.318 14.593 21.64 0.218 0.016 -0.708
Si 47.68 0.838 21.935 -0.307 0.184 -0.688
Si 44.71 3.772 21.78 0.278 0.109 -0.69
Si 47.832 6.921 21.589 -0.103 -0.141 -0.774
Si 45.037 9.558 21.564 -0.175 -0.086 -0.732
Si 47.307 11.746 21.684 0.041 0.3 -0.749
Si 46.412 15.425 31.529 0.11 -0.041 0.074
Si 35.994 6.54 28.353 0.148 0.075 0.037
Si 51.779 11.617 25.826 0.126 0.085 -0.167
Si 51.452 13.884 23.884 0.116 0.075 -0.18
Si 41.45 4.767 28.487 0 -0.065 -0.071
Si 45.602 12.718 25.305 -0.01 0.039 -0.127
Si 47.736 5.608 29.307 0.088 -0.086 0.014
Si 46.519 2.653 27.387 -0.013 -0.069 0.075
Si 42.1 0.977 24.762 -0.047 0.09 -0.132
Si 43.173 8.128 23.671 -0.02 0.127 -0.158
Si 45.098 9.729 28.529 -0.004 -0.054 -0.014
Si 43.573 8.521 26.425 0.096 0.071 0.112
Si 35.578 15.604 25.27 -0.018 0.114 0.008
Si 38.135 12.753 31.254 0.229 0.082 -0.019
Si 49.012 2.886 23.802 0.009 -0.033 -0.072
Si 47.845 11.332 24.562 -0.021 0 -0.012
Si 53.494 6.21 24.954 -0.044 0.094 -0.112
Si 38.836 2.233 31.524 -0.06 0.022 0.047
Si 47.779 5.198 26.42 0.014 0.104 -0.023
Si 44.01 3.781 28.647 -0.028 -0.073 0.002
Si 34.235 15.17 27.91 0.114 0.095 0.137
Si 45.951 15.286 23.843 0.107 0.053 -0.068
Si 38.592 13.337 26.375 0.125 -0.021 -0.045
Si 50.501 6.607 26.011 0.084 -0.03 -0.008
Si 54.686 10.709 24.772 -0.017 -0.156 -0.15
Si 35.119 1.749 30.954 0.041 0.035 0.066
Si 50.036 9.398 24.655 0.083 0.041 -0.116
Si 43.248 8.172 30.377 -0.008 -0.003 0.137
Si 34.002 6.661 30.383 0.015 -0.029 0.159
Si 41.05 4.46 31.607 -0.046 -0.014 0.053
Si 49.499 7.273 31.244 0.036 0.076 0.219
Si 41.139 7.632 28.234 0.058 -0.055 0.137
Si 47.563 11.19 29.413 -0.046 -0.015 0.059
Si 45.247 12.678 30.96 0.073 -0.029 -0.028
Si 55.341 0.911 25.74 0.047 -0.08 -0.175
Si 32.934 12.592 28.625 -0.135 -0.028 -0.032
Si 39.838 15.592 24.45 -0.089 -0.042 -0.043
Si 34.824 4.111 29.253 0.011 0.011 -0.052
Si 38.207 8.669 28.035 -0.152 -0.077 -0.028
Si 41.304 13.113 27.907 -0.042 0.12 0.089
Si 37.191 14.57 28.756 -0.152 -0.031 0.217
Si 44.876 5.554 30.657 -0.022 0.03 0.126
Si 42.665 -0.584 28.083 0.045 0.046 0.101
Si 34.252 10.976 30.751 0.044 -0.013 0.06
Si 36.867 9.914 30.592 0.051 -0.093 0.063
Si 44.782 0.514 26.03 -0.075 -0.031 0.142
Si 46.649 4.999 23.785 -0.039 -0.021 -0.124
Si 41.812 2.118 27.518 0.013 0.13 0.029
Si 43.522 11.427 26.704 0.054 0.073 0.017
Si 37.498 1.155 29.209 -0.119 0.014 0.002
Si 55.428 3.737 24.575 0.159 0.063 -0.119
Si 47.798 0.616 29.519 -0.012 0.038 -0.063
Si 42.717 13.822 30.284 -0.085 0.063 0.167
Si 47.864 13.05 26.932 -0.027 -0.058 0.029
Si 50.324 14.939 5.491 0.007 0.001 0.003
Si 53.037 1.315 5.518 0.001 0 0.001
Si 50.318 4.089 5.475 -0.01 0.005 -0.011
Si 53.012 6.81 5.546 0.003 0.008 0.013
Si 50.32 9.543 5.445 -0.008 0.011 0.007
Si 53.016 12.233 5.466 0.007 0.005 0.011
Si 55.725 14.959 5.515 -0.007 0.005 0.004
Si 58.462 1.337 5.583 -0.001 -0.004 0.014
Si 55.774 4.098 5.578 -0.006 0.015 0.012
Si 58.43 6.816 5.564 0.002 -0.013 0.009
Si 55.714 9.569 5.539 -0.004 0.011 0.003
Si 58.474 12.252 5.527 -0.002 0.004 0
Si 44.888 14.92 5.482 0.012 0.018 0.009
Si 47.646 1.341 5.524 0.01 0.004 0.022
Si 44.874 4.104 5.469 -0.029 0.012 -0.014
Si 47.603 6.827 5.434 -0.009 0.005 -0.001
Si 44.876 9.519 5.441 -0.009 0.001 0.003
Si 47.613 12.217 5.475 0.004 0 0.003
Si 51.679 -0.035 6.871 0.002 -0.013 -0.001
Si 54.385 2.706 6.874 0.002 -0.002 -0.009
Si 51.659 5.43 6.872 0.012 -0.007 0.005
Si 54.38 8.178 6.887 -0.009 -0.003 -0.002
Si 51.662 10.885 6.839 0 0.001 -0.007
Si 54.377 13.58 6.855 0.005 -0.005 -0.011
Si 57.084 -0.017 6.903 -0.004 0.003 -0.002
Si 59.84 2.714 6.906 0.001 0.005 -0.001
Si 57.109 5.456 6.939 -0.006 0.002 0.003
Si 59.837 8.174 6.872 0.005 0.002 -0.005
Si 57.106 10.902 6.885 0.002 0 0
Si 59.831 13.615 6.884 -0.005 -0.006 -0.004
Si 46.245 -0.027 6.838 0.005 -0.003 0.003
Si 48.988 2.717 6.862 0.009 -0.023 -0.005
Si 46.244 5.461 6.814 0.002 -0.004 -0.01
Si 48.966 8.164 6.81 0.004 -0.002 -0.003
Si 46.242 10.854 6.821 0.004 -0.01 -0.004
Si 48.958 13.581 6.842 0.002 0.015 0.007
Si 50.331 1.343 8.22 0.018 0.026 0.003
Si 53.026 4.069 8.226 -0.006 -0.003 0.005
Si 50.298 6.8 8.205 -0.01 -0.002 -0.001
Si 53.016 9.536 8.224 0.003 0.001 -0.004
Si 50.31 12.227 8.213 -0.004 -0.003 0.001
Si 53.032 14.933 8.233 -0.005 0.002 -0.001
Si 55.743 1.362 8.25 0.006 -0.001 -0.002
Si 58.491 4.09 8.259 0.014 0.014 0
Si 55.735 6.82 8.257 0.002 -0.009 0.006
Si 58.473 9.534 8.226 -0.009 -0.007 -0.01
Si 55.749 12.255 8.237 -0.002 0.012 0.002
Si 58.467 14.962 8.249 -0.006 -0.002 -0.001
Si 44.869 1.338 8.174 -0.018 -0.005 0
Si 47.588 4.073 8.179 -0.007 0 -0.009
Si 44.886 6.788 8.195 -0.006 0.012 0.002
Si 47.598 9.494 8.188 -0.013 0.002 -0.002
Si 44.877 12.202 8.184 0.008 0.004 -0.002
Si 47.6 14.934 8.202 0.01 0 -0.003
Si 48.96 -0.025 9.56 -0.004 -0.001 -0.01
Si 51.681 2.699 9.585 0.001 -0.018 -0.003
Si 48.943 5.421 9.554 -0.001 0.004 -0.001
Si 51.666 8.154 9.567 0.009 0.006 -0.002
Si 48.953 10.851 9.558 0.002 0.004 -0.003
Si 51.672 13.576 9.585 0.006 0.002 -0.001
Si 54.387 -0.013 9.593 -0.001 -0.004 -0.002
Si 57.117 2.726 9.596 -0.007 -0.002 -0.004
Si 54.383 5.435 9.588 -0.005 0.005 0.001
Si 57.121 8.177 9.59 0.005 0 -0.005
Si 54.39 10.885 9.584 0.007 -0.002 -0.007
Si 57.11 13.606 9.603 0.003 -0.003 -0.001
Si 43.509 -0.037 9.522 0.003 -0.004 0.004
Si 46.231 2.696 9.533 0 -0.004 -0.003
Si 43.52 5.413 9.542 0.004 -0.001 0
Si 46.246 8.13 9.557 0.009 -0.017 -0.001
Si 43.519 10.834 9.541 0.001 0 -0.002
Si 46.239 13.557 9.546 0 0.009 -0.003
Si 50.31 14.936 10.934 0.004 0.008 0.001
Si 53.033 1.345 10.953 -0.005 0.012 0.007
Si 50.305 4.06 10.916 0.005 -0.003 0.001
Si 53.026 6.8 10.933 -0.006 -0.007 0.005
Si 50.31 9.499 10.932 -0.011 -0.007 0
Si 53.036 12.231 10.954 0.001 0.003 0.003
Si 55.753 14.965 10.959 0.006 0.014 0.002
Si 58.487 1.376 10.952 0.008 0.003 0.005
Si 55.757 4.089 10.947 0.006 0.002 0.004
Si 58.494 6.827 10.941 0 -0.002 -0.002
Si 55.762 9.535 10.939 0.002 0.001 0.003
Si 58.485 12.251 10.944 -0.012 0.004 0.003
Si 44.868 14.918 10.882 0 -0.005 -0.001
Si 47.587 1.332 10.898 0 0 0
Si 44.869 4.039 10.903 -0.016 0.005 0.003
Si 47.586 6.76 10.925 -0.01 0.009 0.004
Si 44.873 9.471 10.91 0.001 -0.001 0.004
Si 47.59 12.196 10.919 0.002 -0.001 0.002
Si 51.67 -0.029 12.301 -0.001 -0.002 -0.003
Si 54.397 2.72 12.298 -0.001 -0.014 0.005
Si 51.666 5.423 12.271 0.001 0.004 -0.01
Si 54.405 8.161 12.28 0.012 0.004 -0.005
Si 51.676 10.856 12.295 0.006 -0.005 -0.003
Si 54.4 13.593 12.316 -0.005 0 0
Si 57.124 0.011 12.303 -0.011 -0.012 0.005
Si 59.855 2.756 12.291 -0.005 0.004 0.001
Si 57.129 5.465 12.287 0.008 0 -0.006
Si 59.853 8.192 12.302 -0.002 0.003 0.001
Si 57.126 10.892 12.299 0.006 0.002 -0.004
Si 59.862 13.612 12.288 -0.001 0.003 -0.003
Si 46.226 -0.045 12.243 -0.003 0 -0.005
Si 48.947 2.682 12.263 -0.003 -0.004 -0.005
Si 46.228 5.383 12.278 0.007 -0.009 0.003
Si 48.954 8.116 12.276 0.005 -0.01 -0.004
Si 46.239 10.816 12.275 -0.002 0.01 0.006
Si 48.95 13.558 12.278 0.005 0.006 -0.008
Si 50.296 1.329 13.639 0.001 0.007 0.01
Si 53.031 4.089 13.639 -0.016 0.014 0.008
Si 50.305 6.755 13.639 0.006 0.011 0.002
Si 53.049 9.502 13.648 0.003 -0.01 0.012
Si 50.308 12.205 13.65 -0.003 0.011 0.002
Si 53.029 14.94 13.672 -0.001 0.007 0.001
Si 55.764 1.373 13.658 0.007 0.012 0.015
Si 58.503 4.132 13.648 -0.003 -0.002 0
Si 55.778 6.826 13.646 0.003 -0.012 0.002
Si 58.497 9.556 13.663 -0.011 0.005 0.007
Si 55.777 12.241 13.669 0.007 -0.002 0.006
Si 58.503 14.971 13.639 0.012 -0.002 0
Si 44.867 1.299 13.608 -0.009 -0.007 -0.001
Si 47.589 4.015 13.636 -0.001 0.001 0.01
Si 44.862 6.726 13.642 -0.012 0.001 0.013
Si 47.593 9.446 13.645 0.012 -0.017 0
Si 44.86 12.175 13.603 -0.006 0.013 0.002
Si 47.573 14.914 13.613 -0.012 0.003 -0.003
Si 48.925 -0.051 14.981 -0.003 0.002 -0.005
Si 51.659 2.715 14.973 0.007 0.003 -0.016
Si 48.954 5.372 14.993 -0.002 -0.014 -0.001
Si 51.687 8.111 14.975 -0.003 -0.015 -0.006
Si 48.959 10.813 14.99 0.006 -0.004 0.003
Si 51.664 13.562 15.024 0.006 -0.001 -0.008
Si 54.407 -0.008 15.008 0 -0.001 0
Si 57.129 2.774 14.982 0.008 0.001 -0.004
Si 54.401 5.469 14.984 0.004 0.008 0.002
Si 57.135 8.195 15.012 0.009 0.001 -0.003
Si 54.412 10.866 15.012 0.003 -0.004 -0.003
Si 57.174 13.592 15.01 -0.002 0.005 -0.001
Si 43.504 -0.085 14.938 -0.003 -0.004 -0.001
Si 46.231 2.636 14.986 0.005 -0.013 -0.006
Si 43.504 5.348 14.999 -0.001 -0.011 0.006
Si 46.248 8.058 15.007 0.007 0.014 -0.001
Si 43.506 10.797 14.953 0.016 0.005 0.001
Si 46.212 13.539 14.957 0.012 0.007 0
O 57.72 0.837 30.829 0.115 0.21 0.178
O -0.341 4.673 25.136 0.323 -0.159 -0.364
O 4.131 3.946 23.702 0.166 0.565 -0.157
O -4.619 11.366 31.88 -0.026 -0.01 0.112
O -2.53 10.091 32.919 -0.011 -0.152 -0.387
O 3.131 15.551 32.879 0.038 0.083 -0.314
O -5.76 8.479 32.187 0.109 0.142 -0.372
O 5.899 8.07 25.099 0.214 0.12 -0.219
O 54.566 7.414 33.065 0.199 0.216 -0.337
O 10.768 13.711 22.161 0.102 -0.051 0.306
O 3.765 11.875 22.828 0.056 0.261 0.127
O 59.745 2.813 22.123 -0.285 0.105 0.429
O 2.757 5.229 25.49 0.183 -0.173 0.075
O -0.077 12.069 26.262 -0.032 0.053 0.069
O -0.083 2.689 22.231 -0.092 -0.047 0.199
O 53.649 11.343 31.156 -0.335 0.174 -0.209
O -4.842 9.203 23.145 -0.082 0.082 0.15
O 54.071 -0.007 25.399 0.149 -0.488 0.052
O 1.649 4.267 23.29 -0.044 0.09 0.282
O 49.129 -0.198 29.114 0.346 -0.257 0.533
O 51.906 4.742 33.216 0.07 -0.016 -0.24
O 57.118 7.282 26.514 0.071 0.006 -0.27
O 0.896 4.852 29.567 -0.446 0.121 -0.371
O -2.469 0.069 25.386 0.139 -0.533 0.206
O -6.276 1.545 28.623 0.299 0.074 -0.101
O 50.505 2.847 27.651 0.316 0.258 -0.136
O 8.081 5.377 22.16 0.155 -0.081 0.318
O 50.609 9.681 23.156 0.421 0.331 -0.104
O 58.039 11.88 27.835 0.037 0.429 0.115
O 55.643 0.878 27.302 0.091 0.48 0.212
O -5.075 12 26.349 0.262 -0.502 0.433
O 4 9.878 24.468 0.247 0.359 0.206
O -4.313 6.894 24.203 0.616 0.149 0.149
O -1.205 12.433 23.244 0.27 0.01 0.335
O 0.472 14.033 22.164 -0.102 0.017 0.279
O 53.764 9.714 28.047 -0.655 0.313 -0.097
O 50.735 11.334 32.07 0.056 0.053 -0.181
O 7.4 15.31 22.921 0.03 -0.207 0.238
O -1.994 1.069 22.986 -0.025 0.195 0.122
O 3.936 7.325 23.4 -0.393 -0.441 0.196
O 49.9 0.359 26.758 -0.212 -0.203 -0.341
O 1.266 14.324 26.066 0.054 0.117 -0.61
O -2.024 1.179 27.842 -0.037 0.141 0.18
O 49.278 13.03 33.141 -0.182 0.011 -0.253
O -6.16 6.084 31.322 -0.176 0.152 0.163
O -2.224 4.686 32.865 0.042 0.163 -0.257
O -3.315 15.196 23.026 0.076 -0.168 0.375
O -3.913 10.865 29.396 -0.068 0.265 -0.138
O -4.495 0.942 24.068 -0.416 0.089 -0.522
O -5.096 1.987 32.881 0.05 -0.042 -0.118
O -1.29 14.809 32.117 0.336 0.266 -0.202
O -0.204 1.354 29.814 0.095 0.464 -0.218
O 58.033 12.626 23.076 -0.064 0.461 0.162
O 57.131 5.28 29.975 -0.287 0.632 0.208
O 6.464 3.313 22.77 0.33 -0.209 0.44
O 2.566 -0.2 22.203 0.07 -0.033 0.493
O 58.631 7.287 23.088 -0.306 0.25 0.254
O 57.551 10.088 33.011 0.027 -0.159 -0.614
O 51.222 5.054 29.037 0.58 -0.192 0.311
O 55.913 11.983 32.312 0.134 0.092 -0.252
O -6.916 3.799 32.08 -0.143 -0.146 -0.215
O 53.918 13.731 32.275 -0.109 0.123 -0.406
O 57.404 15.481 33.303 -0.203 0.087 -0.05
O -5.593 15.611 29.966 0.372 0.183 -0.137
O 51.814 12.043 27.377 -0.108 -0.2 0.288
O 5.602 8.429 21.96 0.326 0.034 0.264
O 57.951 11.265 25.257 0.086 -0.596 0.116
O -3.569 4.986 25.841 -0.068 -0.481 0.143
O 54.718 9.593 23.55 -0.649 -0.386 0.137
O 56.885 3.132 28.634 -0.14 -0.639 -0.039
O -5.668 7.052 27.476 -0.02 -0.77 -0.085
O 49.928 6.222 32.39 -0.011 -0.028 -0.059
O 57.815 1.104 22.742 -0.043 0.262 0.137
O 58.398 9.29 27.731 0.373 0.054 -0.042
O 52.653 9.305 32.535 -0.445 0.102 0.06
O 55.495 0.57 32.372 -0.411 -0.204 0.07
O 54.497 7.025 25.957 -0.14 0.377 0.109
O -2.667 10.456 22.441 0.284 0.141 0.008
O -6.148 14.03 32.087 -0.001 -0.325 -0.23
O 0.137 8.376 22.127 -0.052 -0.009 0.252
O 49.026 3.158 32.538 0.358 0.36 0.04
O 56.067 2.764 31.248 0.256 0.22 -0.137
O -3.684 14.316 31.225 0.309 -0.316 0.176
O -4.199 1.78 26.525 -0.281 0.418 0.597
O 55.773 5.281 27.583 -0.188 -0.423 -0.51
O -1.645 6.715 26.138 0.098 0.761 0.152
O 51.933 15.317 24.475 0.072 0.093 0.141
O 55.313 0.524 29.808 -0.32 0.043 0.061
O 53.923 8.788 30.411 0.255 -0.369 0.266
O 0.863 7.012 25.444 0.114 0.373 0.078
O 1.96 0.502 26.858 0.328 0 0.031
O 55.083 14.772 28.071 -0.114 -0.062 -0.581
O 55.668 5.205 32.203 0.192 0.106 -0.283
O 54.772 12.189 27.688 -0.011 0.275 -0.321
O -5.405 12.933 29.885 -0.273 0.064 -0.485
O 59.327 4.947 24.761 -0.343 0.362 -0.161
O 50.491 2.808 30.302 0.806 -0.091 0.152
O 59.139 8.491 25.333 0.059 0.506 0.007
O 10.095 3.752 27.423 -0.334 0.422 -0.208
O 48.2 1.531 30.776 -0.346 0.067 0.312
O -1.569 4.397 27.403 0.274 0.009 0.527
O 48.842 8.516 32.078 0.134 0.304 -0.388
O -3.834 4.488 23.222 0.713 0.111 0.08
O 57.42 -0.562 28.648 0.301 -0.367 -0.422
O 49.49 2.414 25.247 -0.09 0.032 0.102
O 58.793 3.85 27.09 0.307 0.28 0.104
O 50.95 14.54 27.975 0.478 0.098 -0.134
O 1.822 10.092 23.07 -0.369 0.117 0.181
O -1.893 10.653 25.041 0.254 -0.488 0.235
O -0.641 8.59 32.04 0.344 -0.367 0.13
O -4.716 7.725 29.886 -0.141 0.531 0.011
O 55.331 13.127 30.122 0.666 -0.06 0.155
O 55.329 7.676 28.395 0.202 0.285 0.305
O -3.771 6.682 32.1 0.281 0.127 -0.47
O -6.01 0.003 26.123 -0.261 0.11 0.685
O 5.812 1.013 27.205 -0.742 0.059 0.046
O -6.511 10.589 29.997 -0.159 -0.387 0.147
O -3.676 8.809 27.79 0.17 0.162 -0.385
O 0.491 9.897 30.057 0.045 0.002 -0.358
O -3.154 0.4 32.056 0.02 0.117 -0.158
O 50.67 12.545 29.69 -0.375 0.242 0.101
O 4.548 1.439 23.086 0.251 -0.257 0.477
O 51.9 1.474 25.673 0.326 0.266 0.123
O 51.593 10.078 30.138 -0.012 -0.391 -0.377
O 55.639 11.918 24.202 -0.117 0.649 0.108
O -1.071 6.633 23.538 -0.47 -0.319 0.237
O 5.529 13.636 22.116 -0.112 -0.161 0.503
O 58.539 15.226 23.93 0.152 -0.336 -0.445
O 58.863 2.37 25.045 -0.157 -0.304 -0.236
O -6.006 3.926 29.643 0.812 -0.006 -0.015
O 50.791 7.443 30.261 0.335 0.298 -0.074
O 7.54 -0.128 28.829 -0.133 -0.209 0.013
O 15.518 4.556 24.37 -0.435 -0.171 0.464
O 20.967 4.12 24.633 -0.305 0.196 -0.179
O 12.521 12.095 32.021 -0.338 0.241 -0.141
O 14.038 10.154 33.022 -0.122 -0.154 -0.481
O 19.578 15.573 32.951 0.046 0.063 -0.291
O 10.189 8.155 32.221 -0.073 -0.232 -0.204
O 23.578 9.653 23.173 0.133 0.472 0.031
O 5.952 7.273 32.857 0.12 -0.099 -0.274
O 27.166 13.536 21.684 0.142 0.045 0.331
O 20.43 11.419 22.979 0.268 -0.139 0.125
O 10.786 2.789 22.153 0.16 0.044 0.229
O 19.022 4.69 26.256 -0.387 0.36 -0.068
O 16.205 11.516 27.907 -0.448 -0.206 0.296
O 17.876 4.365 23.191 0.174 0.03 0.542
O 4.875 11.439 31.249 -0.424 0.197 0.036
O 11.633 9.43 23.1 -0.091 -0.312 0.252
O 2.496 2.643 25.347 0.095 -0.226 -0.184
O 19.533 5.893 22.085 -0.072 -0.102 0.255
O -2.587 12.842 26.315 -0.069 0.515 0.199
O 3.08 4.589 32.815 0.195 0.102 -0.337
O 7.219 8.981 27.198 -0.023 0.552 -0.155
O 16.033 4.729 29.928 -0.462 0.141 0.228
O 16.127 2.497 22.81 0.343 -0.105 -0.195
O 9.634 1.348 28.467 0.139 0.127 0.487
O 3.45 4.711 29.4 0.78 -0.425 0.018
O 24.461 5.459 22.063 0.264 0.04 0.326
O 3.369 7.8 25.849 0.003 0.353 0.495
O 12.38 11.861 27.076 0.244 0.351 -0.033
O 27.151 9.225 28.351 -0.346 -0.023 -0.296
O -3.74 12.206 24.054 -0.407 0.228 -0.448
O 23.058 8.191 25.184 0.202 -0.439 0.315
O 10.441 1.631 25.96 -0.328 -0.396 -0.199
O 15.012 12.85 23.251 0.317 0.089 0.027
O 17.523 15.155 23.358 -0.407 -0.195 0.23
O 6.915 10.49 22.795 -0.442 0.005 0.228
O 1.617 12.336 29.858 -0.43 0.355 0.272
O 23.31 15.452 23.022 -0.418 0.31 0.566
O 14.464 0.582 23.216 0.218 0.002 0.177
O 31.132 6.412 23.509 -0.443 -0.276 0.099
O -1.966 2.585 25.542 -0.294 0.024 -0.417
O 25.293 0.859 22.816 -0.344 0.063 0.035
O 17.144 11.456 25.441 0 -0.267 -0.426
O 14.862 2.606 28.819 -0.729 -0.077 -0.181
O 0.316 12.864 32.883 -0.173 0.04 -0.207
O 10.652 6.238 30.523 -0.151 0.139 -0.386
O 14.131 4.68 32.954 -0.048 0.164 -0.269
O 12.279 15.547 23.201 -0.108 0.082 0.457
O 18.755 13.575 24.976 0.543 -0.282 -0.404
O 10.595 13.422 25.905 0.151 0.182 0
O 11.425 1.863 32.909 0.151 0.013 -0.476
O 15.376 15.247 32.33 0.496 0.495 -0.24
O 18.078 1.277 32.218 0.08 -0.027 -0.223
O 8.909 12.187 23.098 0.112 0.278 0.477
O 10.282 3.987 31.977 -0.321 -0.053 -0.045
O 22.833 3.586 22.899 -0.016 -0.25 0.099
O 19.152 0.229 22.029 0.177 -0.013 0.391
O 9.708 7.089 23.143 0.145 0.247 -0.044
O 13.18 11.655 29.534 0.49 -0.09 0.166
O 8.625 10.161 32.955 0.156 -0.13 -0.228
O 2.404 6.959 30.204 0.206 0.686 0.502
O 7.134 12.227 32.211 0.433 0.069 -0.098
O 25.203 12.92 25.591 -0.154 0.478 0.166
O 5.045 13.899 32.093 -0.172 0.239 -0.493
O 8.462 15.558 33.044 -0.139 0.156 -0.195
O 14.164 14.795 24.86 0.334 0.201 0.622
O 9.682 15.354 29.939 0.113 0.321 0.361
O 2.12 14.628 28.498 0.088 0.41 0.244
O 34.137 2.994 28.297 0.045 0.192 -0.514
O 12.669 12.69 24.54 -0.076 0.24 -0.294
O 13.338 5.772 25.007 0 0.272 0.457
O 9.063 9.742 23.962 -0.034 -0.305 0.026
O 4.676 6.992 28.86 -0.066 0.519 0.113
O 13.312 6.858 29.225 0.163 -0.45 0.405
O 0.922 5.963 32.033 -0.398 0.127 0.178
O 12.874 0.797 25.309 -0.174 -0.094 0.198
O 8.94 1.117 22.998 0.019 0.039 0.246
O 10.743 8.213 25.224 0.417 -0.119 0.49
O 4.508 8.935 31.635 -0.181 -0.347 -0.149
O 6.577 0.803 32.127 -0.202 -0.096 -0.037
O 7.14 7.698 29.437 0.291 -0.192 0.426
O 13.587 10.937 22.215 -0.105 -0.075 0.316
O 19.082 2.116 26.899 0.585 0.24 0.052
O 10.03 13.793 32.07 0.314 -0.177 -0.098
O 16.447 8.296 22.225 -0.098 -0.124 0.243
O -0.437 2.879 31.995 -0.188 -0.208 -0.42
O 7.01 2.992 30.827 0.39 -0.262 -0.193
O 11.506 13.532 29.984 0.172 0.094 -0.64
O 16.786 1.418 30.026 0.458 -0.226 -0.096
O 13.884 13.996 30.72 0.179 -0.017 -0.164
O 14.065 7.433 26.962 -0.537 0.361 -0.047
O -4.603 14.334 25.308 0.263 0.201 -0.15
O 5.407 1.091 29.821 -0.512 0.152 -0.149
O 5.64 9.822 29.291 -0.052 -0.011 -0.13
O 15.711 7.126 25.095 0.375 0.045 -0.309
O 19.615 11.101 25.368 0.487 -0.299 0.616
O 16.792 15.15 25.871 -0.323 -0.096 0.021
O 5.272 15.091 28.38 -0.581 0.133 0.003
O 7.542 5.366 31.956 0.393 0.011 0.018
O 8.586 11.802 27.435 0.377 -0.164 -0.108
O 42.58 13.909 31.885 -0.013 -0.27 0.034
O 10.656 5.578 25.022 -0.241 -0.43 0.561
O 40.849 3.353 27.946 -0.476 -0.013 0.083
O 24.325 2.975 25.557 -0.329 0.426 -0.177
O 4.052 12.906 29.006 0.106 -0.374 0.177
O 25.683 14.77 23.812 0.152 0.126 -0.233
O 14.742 5.017 27.726 -0.066 -0.234 -0.41
O 23.106 0.617 32.077 -0.33 0.238 -0.118
O 12.171 4.894 22.912 0.322 0.527 -0.025
O 9.593 15.362 27.306 0.539 0.173 0.006
O 0.263 2.554 26.683 -0.248 -0.254 0.262
O 12.415 2.604 27.37 0.467 -0.169 0.461
O -0.149 -0.59 27.945 -0.166 -0.363 -0.02
O 20.674 9.025 24.32 -0.07 -0.102 -0.401
O 46.289 13.272 26.662 -0.212 0.202 0.343
O 15.747 8.325 32.223 0.324 -0.673 -0.016
O 12.093 8.568 30.625 -0.227 0.605 0.267
O 6.38 13.231 29.925 0.621 0.106 -0.135
O 8.38 7.127 25.47 -0.095 -0.128 0
O 27.543 2.848 28.667 -0.21 0.023 0.062
O 12.412 6.624 32.342 0.21 0 -0.24
O 30.707 6.086 26.224 0.334 -0.188 0.196
O 22.212 1.796 24.811 -0.518 -0.231 -0.056
O -0.183 7.253 29.926 -0.353 -0.279 -0.523
O 12.719 9.435 28.257 -0.106 -0.216 -0.615
O 14.647 9.008 29.909 0.194 0.542 -0.393
O 12.911 -0.215 32.142 -0.055 -0.014 -0.142
O 31.135 8.445 25.143 -0.309 0.33 -0.398
O 20.62 2.191 22.87 -0.028 0.303 0.394
O 27.614 6.901 24.481 0.143 0.277 0.256
O 38.042 12.029 25.585 -0.365 0.074 -0.407
O 3.082 10.145 29.824 0.133 -0.468 -0.698
O 7.332 11.479 25.168 -0.448 -0.077 -0.064
O 14.605 6.493 22.844 -0.403 -0.247 0.032
O 21.751 13.567 22.168 0.057 -0.014 0.42
O 10.666 10.919 28.826 -0.207 -0.303 -0.091
O 9.485 15.441 24.604 0.504 -0.055 -0.134
O 12.178 3.351 24.931 -0.011 -0.061 -0.281
O 11.512 3.915 29.605 0.365 -0.112 0.261
O 2.254 12.257 27.333 0.333 -0.627 -0.047
O 23.389 5.139 31.979 0.603 0.152 -0.236
O 4.681 2.648 31.927 -0.144 -0.051 -0.365
O 1.914 10.936 32.052 0.046 -0.395 0.116
O 24.982 0.555 30.215 0.228 0.079 0.349
O 29.46 4.693 28.241 0.485 0.103 -0.038
O 39.113 0.712 24.315 0.036 0.18 -0.057
O 28.545 11.832 32.05 -0.002 0.07 -0.155
O 30.235 10.19 33.116 0.063 0.043 -0.238
O 35.871 -0.714 33.141 -0.173 -0.17 -0.308
O 30.81 9.51 29.641 -0.17 -0.061 0.066
O 39.877 10.165 22.438 -0.073 0.364 0.127
O 22.154 7.331 32.837 0.164 0.171 -0.559
O 43.348 13.394 22.189 -0.037 -0.117 0.518
O 36.204 12.141 22.884 0.209 -0.297 0.327
O 28.459 4.693 23.154 0.455 0.057 0.076
O 39.089 14.508 25.375 0.029 -0.076 0.035
O 32.389 13.178 25.492 0.068 0.474 0.23
O 34.358 2.984 23.516 0.17 0.119 0.27
O 21.321 11.573 30.644 -0.133 -0.049 -0.257
O 41.697 11.66 23.284 0.05 0.01 0.681
O 20.775 0.203 27.452 0.044 -0.003 0.146
O 36.293 7.368 23.3 -0.067 -0.199 0.391
O 15.7 0.294 27.854 -0.344 0.169 -0.395
O 19.525 4.674 33.098 -0.117 0.079 -0.373
O 26.046 6.89 28.365 -0.158 0.296 0.057
O 33.716 5.211 29.706 -0.649 -0.184 0.051
O 32.411 2.5 22.031 -0.18 -0.049 0.259
O 17.025 3.664 27.685 0.024 -0.104 0.068
O 40.742 5.192 22.258 -0.117 0.106 0.39
O 18.195 5.92 29.253 0.548 -0.31 -0.413
O 28.023 7.499 30.027 0.65 -0.115 0.135
O 23.161 1.225 27.22 0.224 0.395 0.314
O 27.562 13.148 24.451 0.435 -0.613 0.348
O 37.234 9.744 24.332 0.083 0.134 -0.372
O 6.098 12.718 27.318 -0.103 -0.017 -0.278
O 31.542 12.876 22.987 0.303 0.06 -0.03
O 34.191 13.907 22.918 -0.358 -0.043 0.278
O 21.21 8.759 26.878 -0.15 0.413 0.171
O 16.545 10.463 30.945 -0.443 0.24 0.086
O 37.075 1.597 22.973 -0.29 0.412 0.074
O 30.688 1.046 23.326 -0.44 0.007 0.129
O 38.25 8.126 21.968 0.242 -0.266 0.22
O 18.259 -0.237 27.819 0.273 -0.055 0.497
O 41.728 2.089 25.895 -0.407 0.315 -0.224
O 34.744 12.198 24.953 0.426 -0.37 0.308
O 34.892 9.594 23.014 -0.069 0.596 0.249
O 16.725 13.034 33.07 -0.238 -0.113 -0.454
O 26.261 6.235 31.614 -0.414 0.222 0.427
O 30.327 4.847 32.983 -0.21 0.265 -0.29
O 28.804 15.05 22.941 0.255 0.316 0.311
O 28.178 15.567 25.407 -0.685 0.409 -0.215
O 27.069 2.668 22.192 -0.067 -0.236 0.627
O 27.653 1.856 32.955 -0.009 -0.009 -0.364
O 31.414 14.735 32.114 0.043 -0.055 -0.46
O 34.716 1.528 32.481 -0.438 0.394 -0.025
O 25.501 12.186 23.077 -0.436 -0.524 0.159
O 25.314 4.711 29.686 -0.283 -0.55 0.09
O 39.13 3.223 23.194 -0.152 0.046 0.483
O 35.478 -0.277 21.942 -0.014 -0.009 0.426
O 26.212 7.47 22.427 0.174 0.327 0.039
O 31.423 12.026 28.862 -0.114 0.258 0.441
O 24.927 10.184 32.958 -0.084 -0.054 -0.299
O 45.607 1.857 26.335 -0.041 0.373 -0.516
O 23.332 12.108 32.205 0.395 0.22 0.015
O 25.997 3.63 32.01 -0.242 -0.229 -0.343
O 21.333 13.811 32.043 -0.231 0.184 -0.258
O 24.967 15.365 32.942 -0.047 -0.012 -0.341
O 43.261 2.403 28.244 0.166 -0.299 -0.056
O 27.394 -0.534 29.655 0.142 0.249 0.298
O 23.035 13.504 30.013 0.055 0.284 0.046
O 48.719 4.307 29.204 -0.247 -0.388 0.139
O 44.031 -0.149 27.306 0.3 -0.243 0.239
O 45.513 3.691 28.106 0.31 0.518 0.206
O -3.299 6.234 28.199 0.002 -0.105 0.594
O 25.6 4.679 27.078 0.017 -0.089 -0.179
O 50.141 7.847 25.048 0.115 -0.004 -0.188
O 37.396 13.871 27.317 -0.579 -0.282 -0.324
O 32.025 15.318 24.066 0.482 0.006 -0.458
O 20.837 6.601 25.439 -0.227 -0.118 -0.063
O 17.614 5.896 31.857 -0.346 0.552 -0.261
O 20.667 9.326 31.961 -0.181 -0.015 -0.013
O 28.397 13.456 29.979 0.258 -0.419 -0.236
O 21.964 4.574 29.794 -0.251 0.016 -0.012
O 29.836 10.9 22.31 -0.18 -0.102 0.145
O 23.556 2.737 30.659 0.211 -0.004 -0.393
O 26.55 13.475 31.94 -0.153 0.084 -0.326
O 32.767 8.121 22.329 0.082 -0.042 0.226
O 15.96 2.851 32.13 0 -0.106 -0.008
O 52.133 15.541 33.056 0.069 0.024 -0.263
O 30.047 15.462 29.974 0.411 0.332 -0.351
O 41.408 4.718 30.086 0.274 0.019 -0.034
O 23.585 5.945 28.177 0.03 0.261 -0.259
O 33.103 6.681 25.257 0.223 -0.557 -0.296
O 19.118 -0.116 25.358 0.255 0.048 -0.284
O 22.395 0.56 29.573 -0.356 -0.263 0.083
O 21.295 9.251 29.404 0.68 0.071 -0.185
O 35.156 8.467 25.367 0.071 0.095 0.398
O 32.664 10.593 25.213 -0.143 -0.22 -0.511
O 29.085 14.876 27.728 0.215 -0.692 -0.195
O 22.789 14.927 27.819 -0.009 -0.055 -0.611
O 6.43 5.162 29.524 -0.37 -0.348 -0.162
O 36.396 0.95 30.383 0.094 -0.683 0.343
O 34.748 0.327 24.338 -0.051 -0.324 -0.501
O 26.238 4.576 24.559 -0.188 -0.192 -0.492
O 18.142 3.558 30.778 0.479 -0.057 -0.113
O 26.334 11.416 27.428 0.187 0.112 -0.167
O -1.852 10.722 27.708 0.295 -0.132 0.258
O 24.241 10.524 25.824 -0.345 0.047 -0.017
O 47.104 -0.325 22.955 -0.098 -0.483 0.211
O 31.823 2.14 29.072 -0.271 0.362 -0.587
O 19.074 8.189 28.231 -0.33 0.541 -0.359
O 38.66 2.018 29.932 0.441 0.331 -0.401
O 25.166 14.639 28.813 0.508 -0.045 -0.092
O 17.299 2.867 25.209 0.053 -0.717 0.123
O 29.706 2.888 30.223 0.025 0.007 0.287
O 16.514 14.14 28.274 -0.436 0.185 0.448
O 2.305 6.44 27.701 -0.583 -0.007 0.196
O 30.006 13.789 24.889 0.044 -0.042 0.438
O 33.051 8.654 26.933 -0.016 0.175 0.585
O 14.459 0.237 30.143 -0.476 0.269 -0.145
O 50.175 3.785 23.172 0.22 0.262 0.399
O 21.178 6.776 28.683 -0.132 -0.125 0.351
O 54.726 4.369 29.836 -0.64 -0.105 -0.495
O 28.695 6.838 32.416 0.435 0.329 -0.402
O 28.667 1.077 27.252 0.51 0.452 0.026
O 31.468 8.283 32.022 0.09 -0.43 -0.06
O 42.988 8.443 31.952 0.274 -0.019 0.101
O 30.861 10.163 27.104 -0.184 0.175 -0.146
O 52.521 12.981 23.054 0.322 -0.064 0.282
O 29.155 -0.245 32.34 -0.255 -0.231 -0.301
O 17.699 12.53 29.897 0.188 0.303 0.18
O 26.856 8.705 32.071 0.309 0.534 -0.454
O 46.358 5.366 30.077 0.221 -0.22 -0.078
O 48.495 14.499 27.154 -0.433 0.316 -0.343
O 19.084 10.307 30.077 -0.325 -0.436 -0.671
O 7.97 2.411 26.662 -0.128 0.339 0.013
O 23.947 12.476 27.768 -0.355 -0.304 0.151
O 38.135 13.46 21.963 0.115 -0.13 0.33
O 50.196 14.222 22.896 -0.492 -0.311 0.156
O 47.185 6.225 22.898 -0.12 -0.045 0.103
O 26.805 2.535 26.138 0.287 -0.026 -0.389
O 26.086 0.724 27.862 -0.277 0.147 -0.194
O 18.518 12.591 27.378 0.664 -0.048 0.303
O 17.102 8.097 30.003 0.022 -0.159 0.038
O 21.466 3.296 32.083 -0.02 -0.654 -0.465
O 18.587 11.517 32.225 0.266 0.003 -0.054
O 1.878 2.741 30.609 0.41 -0.289 0.297
O 49.298 5.501 25.878 -0.004 -0.328 -0.121
O 53.396 6.899 23.468 0.322 0.149 0.152
O 44.865 11.659 32.149 -0.491 0.002 -0.12
O 46.795 10.067 32.946 -0.138 -0.053 -0.436
O 55.415 10.167 26.133 0.159 -0.402 0.037
O 27.864 4.669 30.397 0.297 0.476 0.171
O 57.105 10.253 22.849 0.54 -0.137 0.043
O 38.541 7.412 33.009 0.088 0.045 -0.469
O 60.04 13.737 21.976 -0.118 -0.179 0.152
O 35.574 14.897 28.829 -0.21 0.131 0.217
O 43.566 2.68 22.176 0.058 -0.079 0.366
O 51.99 6.07 25.586 -0.134 -0.359 -0.045
O 48.515 12.347 25.63 0.719 0.153 0
O 18.413 9.813 23.193 -0.225 0.062 0.427
O 37.394 11.365 31.011 -0.185 0.083 -0.174
O 44.346 8.868 22.859 0.04 -0.222 0.371
O 36.7 0.192 26.013 0.539 -0.364 0.229
O 51.717 5.44 22.152 -0.11 0.166 0.014
O 8.225 10.167 29.402 0.258 -0.247 0.36
O 35.848 4.695 33.052 0.189 0.069 -0.102
O 34.623 14.89 26.366 -0.176 -0.523 0.06
O 41.864 9.068 23.806 -0.384 -0.104 0.036
O 48.784 1.615 22.839 0.264 -0.103 -0.075
O 41.798 7.98 29.675 -0.409 0.212 0.14
O 44.872 5.875 32.228 -0.588 0.367 -0.054
O 57.133 5.371 22.192 -0.011 -0.024 0.514
O 34.86 6.712 27.224 -0.071 -0.512 -0.116
O 42.133 11.848 27.37 -0.198 -0.322 0.203
O 36.954 1.962 27.902 0.102 0.279 -0.013
O -2.029 -0.51 29.822 -0.237 -0.025 -0.413
O 53.23 11.238 25.196 0.036 0.209 0.103
O 37.369 7.269 27.917 0.28 -0.226 -0.334
O 48.088 11.975 23.097 0.485 0.4 0.251
O 45.462 14.14 31.608 -0.348 0.103 0.261
O 37.939 9.669 26.799 -0.503 0.315 0.142
O 32.928 10.112 30.982 0.122 0.081 0.244
O 56.14 15.393 22.851 -0.076 -0.158 0.569
O 40.679 6.087 28.026 -0.468 -0.038 -0.107
O 36.218 14.379 24.425 0.469 0.099 -0.081
O 42.012 14.454 27.348 -0.032 0.009 -0.64
O 56.659 0.401 24.986 0.169 -0.111 0.238
O 41.239 10.273 32.798 -0.079 -0.027 -0.165
O 47.636 3.718 23.771 -0.122 -0.227 0.167
O 33.024 12.927 33.076 -0.171 0.132 -0.453
O 44.102 6.837 30.054 0.209 -0.132 -0.32
O 46.866 4.584 33.147 0.124 0.144 -0.357
O 44.615 15.494 22.972 -0.225 0.289 0.119
O 37.486 13.668 32.397 0.177 -0.225 -0.086
O 43.689 0.824 24.895 0.103 -0.135 -0.56
O 43.97 2.076 33.09 -0.166 -0.101 -0.703
O 47.764 15.031 32.328 0.467 0.016 -0.369
O 50.406 0.954 32.15 0.209 -0.009 -0.411
O 39.996 15.008 22.953 0.531 0.098 0.063
O 15.459 9.578 26.259 -0.244 0.026 -0.148
O 55.539 3.461 22.982 -0.385 -0.265 -0.135
O 51.576 -0.182 21.784 -0.017 0.12 0.132
O 42.678 6.785 22.953 0.116 -0.164 0.462
O 48.898 10.704 30.204 -0.262 -0.239 0.313
O 39.59 12.272 31.888 0.411 0.37 -0.221
O 35.423 7.168 29.748 0.218 0.304 0.048
O 31.91 3.326 31.659 0.553 0.072 -0.324
O 42.37 4.099 32.446 0.199 0.481 -0.249
O 42.994 15.287 29.614 0.325 0.521 0.385
O 41.124 -0.68 33.052 -0.089 0.162 -0.253
O 44.141 4.168 30.219 -0.065 -0.328 0.43
O 2.161 11.989 24.815 0.123 0.245 -0.206
O 39.802 12.944 27.382 -0.182 -0.342 0.325
O 32.64 1.528 25.015 -0.165 0.334 0.348
O 43.282 10.04 25.93 -0.356 0.094 -0.544
O 46.641 5.541 25.309 -0.602 0.618 0.173
O 5.77 2.583 25.172 -0.299 0.341 0.236
O 42.241 7.983 27.132 -0.083 -0.138 -0.162
O 41.41 13.191 29.536 -0.55 -0.185 0.37
O 34.152 6.508 31.99 -0.285 0.319 -0.045
O 45.866 -0.454 25.336 0.317 -0.225 0.264
O 41.717 1.339 23.235 -0.513 0.209 -0.005
O 44.85 8.546 27.431 0.366 -0.383 -0.14
O 36.825 8.992 31.917 -0.235 -0.338 -0.357
O 39.19 0.837 32.248 -0.219 -0.543 -0.453
O 36.073 4.919 28.577 0.407 -0.389 -0.27
O 46.147 10.647 22.064 0.171 -0.016 0.114
O 26.834 11.436 30.037 -0.555 -0.266 0.2
O 56.252 10.314 28.765 -0.095 -0.083 0.48
O 48.899 8.049 22.1 0.08 0.039 0.484
O 25.663 8.756 24.607 0.129 0.012 0.457
O 40.062 3.217 31.779 0.215 -0.248 0.314
O 1.125 0.751 32.058 -0.369 -0.433 -0.156
O 46.705 -0.472 30 -0.45 -0.375 -0.57
O 35.14 2.322 25.911 -0.11 0.34 0.207
O 44.038 12.538 25.637 -0.564 0.096 -0.233
O 51.11 12.895 25.097 -0.421 -0.03 0.328
O 37.979 -0.327 28.798 0.543 0.154 0.026
O 37.812 9.328 29.444 0.346 -0.001 0.217
O 50.487 7.081 27.567 -0.478 0.385 0.056
O 2.333 2.883 28.045 0.273 -0.185 0.094
O 33.598 11.837 27.345 0.49 -0.427 0.133
O 27.959 9.228 23.251 0.027 0.332 0.38
O 40.351 5.788 32.172 -0.052 0.338 -0.568
O 7.97 13.867 25.949 -0.249 0.349 0.02
O 43.976 12.834 29.978 0.033 -0.128 -0.492
O 28.919 11.105 28.514 0.079 0.145 -0.186
O 35.308 3.311 30.574 0.335 0.358 0.168
O 43.803 7.672 25.086 0.385 -0.392 -0.008
O 56.884 4.174 25.155 -0.046 0.491 -0.025
O 31.225 0.959 31.373 0.253 0.001 0.394
O 33.84 1.15 30.2 -0.363 -0.525 0.379
O 47.489 6.056 27.766 -0.231 0.543 -0.116
O 44.649 11.127 27.834 0.284 0.275 -0.022
O 45.237 4.494 23.163 -0.391 0.204 0.25
O 41.548 0.61 28.054 -0.509 -0.124 0.237
O 21.704 7.912 22.09 -0.151 0.012 0.282
O 43.01 4.899 28.001 0.265 0.49 -0.504
O 47.219 1.554 28.343 0.157 0.117 -0.179
O 50.882 10.287 25.693 -0.026 -0.042 0.685
O 46.26 11.276 24.929 -0.252 -0.665 0.075
O 46.023 13.678 24.061 0.418 -0.414 -0.415
O 44.115 9.415 29.786 -0.075 0.483 0.355
O 37.899 13.632 29.895 0.243 -0.242 -0.17
O 39.793 8.46 28.04 0.305 0.416 0.168
O 24.354 0.3 25.149 0.432 -0.358 0.349
O 9.06 12.706 29.86 -0.397 -0.021 0.169
O 48.483 9.861 24.693 -0.302 -0.447 0.264
O 54.974 2.412 25.335 -0.374 0.078 0.06
O 33.632 0.374 27.834 -0.208 0.101 -0.56
O 46.645 9.908 28.988 0.229 -0.681 -0.198
O 7.303 0.487 25.029 -0.154 -0.385 0.181
O 45.681 0.356 32.212 0.078 0.339 -0.334
O 33.864 12.282 29.904 0.339 0.286 0.1
O 53.021 1.2 23.308 0.082 0.165 0.112
O 35.374 10.098 29.998 -0.242 -0.091 -0.721
O 21.502 4.687 27.16 -0.002 -0.636 -0.119
O 48.396 6.758 30.206 -0.316 0.261 -0.08
O 12.22 5.31 27.461 -0.344 0.329 -0.209
O 16.682 7.495 27.503 0.157 -0.265 -0.184
O 54.535 13.719 21.799 0.183 -0.221 0.184
O 46.618 12.183 30.279 0.081 0.065 0.107
O 41.303 -0.402 25.061 0.057 -0.282 0.232
O 37.521 2.862 32.225 -0.024 -0.232 -0.193
O 30.615 0.117 25.933 0.377 -0.047 0.456
O 14.811 12.282 25.832 -0.053 -0.045 0.218
O 52.815 7.185 28.644 0.18 -0.377 -0.24
O 37.691 2.573 25.364 0.268 0.592 0.34
O 34.858 11.364 32.197 0.378 -0.206 -0.152
O 32.812 7.667 29.952 -0.005 -0.143 -0.284
O 39.846 10.314 24.974 0.016 0.082 0.256
O 33.033 14.193 28.391 -0.518 0.162 0.126
O 53.019 13.555 29.119 0.03 0.179 0.583
O 28.475 4.913 25.837 0.068 -0.4 0.061
O 6.56 6.456 27.167 0.08 -0.62 -0.313
O 48.099 12.043 28.161 0.366 -0.084 -0.148
O 10.934 10.872 25.229 0.013 0.004 0.149
O 28.55 7.052 27.492 -0.009 0.173 -0.45
O 47.632 3.604 26.72 0.204 -0.381 -0.106
O 54.228 4.785 24.797 -0.194 -0.035 0.153
O 53.728 3.355 32.16 0.041 -0.248 -0.478
O -1.986 9.141 29.788 -0.248 -0.261 0.266
O 58.257 13.788 26.113 -0.338 0.112 0.505
O 8.905 4.471 29.87 0.028 -0.205 -0.443

Results
total energy: -406614.810 eV
total energy less fixed offsets of O -438.35, Si -107.03 eV per atom: -2.010 eV
